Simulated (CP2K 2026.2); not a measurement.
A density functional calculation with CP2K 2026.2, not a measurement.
Periodic cell of 1182 atoms, Si850O332, from a study of silicon, its oxide and their interface. The atomic structure is a simulated model.
Doubt: the forces sum to 2.58 eV/angstrom along one axis rather than to zero, so they err by at least 0.0022 eV/angstrom per atom on average; the grid cutoff is modest.

Settings: functional PBE; method Gaussian and plane waves; basis set DZVP-MOLOPT-SR-GTH; pseudopotentials GTH-PBE; grid cutoff 350 Ry, relative cutoff 50 Ry; k points Gamma only; occupations fixed; spin none; net charge 0.

Cell vectors (angstrom)
a  16.4025  0  0
b  0  32.805  0
c  0  0  40.0423

Atoms: element, x, y, z (angstrom)
Si  0.4333  32.2052  40.0326
Si  2.4751  2.758  0.104
Si  0.3204  5.1145  39.795
Si  3.0449  7.8177  0.0346
Si  16.1711  11.2446  39.8668
Si  3.2525  13.2973  0.1511
Si  16.3703  16.4717  39.5818
Si  2.9024  18.8851  39.9768
Si  15.8839  22.3505  0.0014
Si  2.1281  25.1695  0.0823
Si  16.3167  27.353  0.3357
Si  2.5971  30.0713  0.4776
Si  5.4497  32.5258  0.25
Si  8.4567  2.3637  40.0282
Si  5.2249  5.5851  39.8831
Si  8.2316  8.0637  39.8499
Si  5.3997  11.0982  0.5099
Si  8.4456  13.1084  0.0126
Si  5.1537  16.6708  39.8948
Si  7.6443  19.482  39.8155
Si  5.6429  21.8764  39.98
Si  8.6983  24.1421  39.9094
Si  4.7077  27.8931  40.004
Si  7.7498  30.4163  0.1186
Si  10.6866  0.1826  0.0661
Si  13.7085  2.731  39.918
Si  10.4671  5.7669  39.8473
Si  13.0583  8.7267  39.7383
Si  10.8443  10.9658  0.2232
Si  13.8501  13.43  0.0726
Si  10.7275  16.5499  39.7018
Si  12.9863  19.7788  40.0099
Si  10.7909  21.9252  0.3013
Si  13.5412  24.4632  40.0384
Si  11.219  27.4461  39.9855
Si  14.1621  29.5595  0.0519
Si  1.3122  1.1924  1.3863
Si  4.0885  4.0283  1.2843
Si  1.3542  6.7179  1.2378
Si  4.0735  9.449  1.4462
Si  1.398  12.2784  1.2303
Si  4.1882  15.0511  1.364
Si  1.343  17.6709  1.1489
Si  4.0102  20.6014  1.189
Si  1.1436  23.4002  1.3321
Si  3.8624  26.1604  1.3519
Si  1.2466  28.6573  1.7301
Si  4.0299  31.4039  1.7211
Si  6.7922  1.3315  1.3658
Si  9.5484  4.0628  1.2451
Si  6.7514  6.802  1.2184
Si  9.434  9.5208  1.3604
Si  6.9234  12.3476  1.6662
Si  9.412  15.0826  1.0788
Si  6.6803  17.8608  1.2227
Si  9.3315  20.4418  1.3218
Si  6.9246  23.2992  1.2837
Si  9.7152  25.917  1.1555
Si  6.6148  28.7196  1.2935
Si  9.4943  31.4322  1.3743
Si  12.2921  1.3957  1.2834
Si  15.0764  4.0869  1.1923
Si  12.1748  6.9341  1.0926
Si  14.9342  9.5803  1.0351
Si  12.2569  12.3505  1.4398
Si  15.0501  15.1501  1.1447
Si  12.1343  17.8308  1.1623
Si  14.8337  20.627  1.2462
Si  12.2033  23.2852  1.5435
Si  14.8203  25.9588  1.4523
Si  12.4791  28.6408  1.4682
Si  15.1368  31.2793  1.3838
Si  16.3279  2.6671  2.655
Si  2.6795  0.0356  2.9063
Si  16.3206  8.1714  2.4758
Si  2.6941  5.3904  2.6792
Si  0.0269  13.7408  2.5618
Si  2.6486  10.8662  2.677
Si  16.3218  19.1465  2.476
Si  2.6784  16.375  2.6297
Si  16.2296  24.6353  2.8226
Si  2.6231  21.9571  2.5565
Si  16.3417  30.0737  2.9757
Si  2.6635  27.3293  2.9639
Si  5.4709  2.7442  2.6969
Si  8.1765  0.0074  2.7789
Si  5.4696  8.1143  2.7402
Si  8.1433  5.4321  2.5992
Si  5.5098  13.7746  2.8153
Si  8.2052  10.8648  2.8479
Si  5.3511  19.2109  2.6424
Si  8.0878  16.4237  2.5532
Si  5.4151  24.6985  2.5476
Si  8.106  21.8799  2.7322
Si  5.4425  30.0094  2.9027
Si  8.1494  27.2788  2.5156
Si  10.976  2.7934  2.6606
Si  13.6596  32.7619  2.6185
Si  10.8745  8.1678  2.6536
Si  13.6549  5.5272  2.4719
Si  10.8523  13.8098  2.6146
Si  13.6841  10.9055  2.6301
Si  10.7586  19.0872  2.6334
Si  13.6286  16.4955  2.5189
Si  10.8778  24.6826  2.8022
Si  13.5829  21.8838  2.7968
Si  10.9509  30.0531  2.6584
Si  13.6374  27.2927  2.9242
Si  1.3192  4.0281  4.0492
Si  4.1114  1.4243  4.134
Si  1.254  9.5019  3.9773
Si  4.0606  6.7673  4.0684
Si  1.343  15.0364  4.0316
Si  4.0618  12.2899  4.0148
Si  1.2825  20.5195  3.912
Si  4.0144  17.7915  4.0045
Si  1.25  25.9417  4.2115
Si  4.0489  23.2825  3.9377
Si  1.338  31.4602  4.2551
Si  4.0585  28.6949  4.2662
Si  6.8201  4.111  4.055
Si  9.5881  1.422  4.0599
Si  6.8048  9.4964  4.1345
Si  9.5183  6.7845  4.0221
Si  6.8527  15.1368  4.1153
Si  9.5975  12.3448  4.0508
Si  6.7297  20.5146  4.0755
Si  9.4472  17.7172  4.0137
Si  6.7974  25.982  3.991
Si  9.5083  23.2378  4.0855
Si  6.8298  31.4401  4.1753
Si  9.5074  28.6746  3.9731
Si  12.3401  4.1848  3.9733
Si  14.975  1.3301  4.0498
Si  12.2816  9.5579  4.0063
Si  14.9925  6.8459  3.9202
Si  12.292  15.1204  3.9573
Si  15.0506  12.3382  3.9582
Si  12.1627  20.4672  4.0352
Si  14.9848  17.8243  3.9299
Si  12.2274  25.9697  4.2312
Si  14.9416  23.2193  4.1915
Si  12.2803  31.441  4.043
Si  14.979  28.6749  4.2673
Si  0.0383  0.0308  16.3422
Si  2.7591  2.7634  16.363
Si  0.0386  5.483  16.3933
Si  2.7495  8.1987  16.38
Si  0.0344  10.9426  16.3773
Si  2.764  13.6732  16.3837
Si  0.0224  16.3917  16.3577
Si  2.7369  19.1111  16.3638
Si  0.0076  21.844  16.3575
Si  2.7401  24.5849  16.3567
Si  0.0083  27.3365  16.3505
Si  2.7396  30.0899  16.3502
Si  5.4689  0.0243  16.3639
Si  8.2076  2.758  16.3682
Si  5.4727  5.4829  16.3613
Si  8.1998  8.2191  16.3536
Si  5.4691  10.9331  16.3733
Si  8.2017  13.6677  16.3696
Si  5.4723  16.3919  16.3882
Si  8.1883  19.1183  16.3798
Si  5.4551  21.8333  16.3531
Si  8.1998  24.5748  16.3202
Si  5.476  27.3366  16.3487
Si  8.218  30.076  16.3661
Si  10.9737  0.023  16.3751
Si  13.7136  2.7548  16.3782
Si  10.9531  5.4905  16.3653
Si  13.7039  8.2216  16.3734
Si  10.9413  10.946  16.3688
Si  13.6837  13.6641  16.3509
Si  10.9311  16.3933  16.3562
Si  13.6796  19.1121  16.3448
Si  10.9264  21.8469  16.3548
Si  13.6693  24.5804  16.3538
Si  10.9562  27.3266  16.3204
Si  13.7095  30.0864  16.3246
Si  1.4038  1.3893  17.7221
Si  4.1163  4.1231  17.7473
Si  1.4179  6.8273  17.7837
Si  4.118  9.5535  17.7516
Si  1.4112  12.3001  17.752
Si  4.1194  15.0343  17.7812
Si  1.3907  17.7441  17.7428
Si  4.0961  20.474  17.7384
Si  1.3817  23.2082  17.7236
Si  4.1187  25.9584  17.7071
Si  1.3718  28.7224  17.7095
Si  4.1003  31.4587  17.7242
Si  6.8312  1.396  17.7318
Si  9.5818  4.1246  17.7285
Si  6.8402  6.8475  17.7196
Si  9.5577  9.5839  17.7258
Si  6.834  12.303  17.74
Si  9.5673  15.0396  17.7385
Si  6.8279  17.7614  17.7713
Si  9.5568  20.4975  17.7373
Si  6.838  23.2072  17.6844
Si  9.5823  25.9444  17.6547
Si  6.8455  28.6975  17.7214
Si  9.6059  31.4429  17.7202
Si  12.3673  1.3754  17.7473
Si  15.0999  4.0938  17.7631
Si  12.3392  6.8457  17.7251
Si  15.0936  9.562  17.7516
Si  12.3276  12.3049  17.7283
Si  15.0578  15.0257  17.7105
Si  12.3129  17.755  17.7105
Si  15.0559  20.4604  17.7172
Si  12.3016  23.2077  17.7189
Si  15.0504  25.952  17.7069
Si  12.3558  28.6891  17.6559
Si  15.0823  31.4556  17.6865
Si  0.0867  2.7333  19.1473
Si  2.7436  0.0249  19.1029
Si  0.074  8.2148  19.1504
Si  2.7801  5.4558  19.1786
Si  0.0462  13.6962  19.0848
Si  2.7725  10.9234  19.1338
Si  0.0221  19.105  19.1043
Si  2.7617  16.4196  19.1542
Si  0.0152  24.5844  19.0727
Si  2.7361  21.8376  19.1091
Si  0.019  30.1092  19.0803
Si  2.7502  27.3471  19.0478
Si  5.468  2.7591  19.1205
Si  8.2158  0.0153  19.0599
Si  5.4717  8.1699  19.1193
Si  8.1959  5.4861  19.0897
Si  5.493  13.6571  19.1434
Si  8.1856  10.9362  19.1118
Si  5.4531  19.1327  19.1418
Si  8.2074  16.3945  19.1359
Si  5.4934  24.571  19.0507
Si  8.1833  21.8799  19.0961
Si  5.472  30.0838  19.0741
Si  8.2345  27.2887  19.0321
Si  10.9833  2.7676  19.0712
Si  13.7784  0.0094  19.0977
Si  10.9346  8.2015  19.0576
Si  13.7351  5.4936  19.089
Si  10.9622  13.6847  19.0874
Si  13.7175  10.9425  19.0833
Si  10.95  19.126  19.0707
Si  13.6921  16.3917  19.067
Si  10.9276  24.6049  19.0519
Si  13.6765  21.8204  19.0652
Si  11.0261  30.055  19.0216
Si  13.7014  27.3446  19.0574
Si  1.4551  4.0566  20.577
Si  4.101  1.3846  20.4858
Si  1.4501  9.5651  20.5565
Si  4.1589  6.81  20.5583
Si  1.3748  15.0584  20.4959
Si  4.1392  12.273  20.5119
Si  1.3825  20.4563  20.496
Si  4.1053  17.789  20.5695
Si  1.3821  25.9901  20.4063
Si  4.1243  23.2276  20.4282
Si  1.3652  31.4816  20.4739
Si  4.0878  28.7226  20.4267
Si  6.8229  4.1476  20.4792
Si  9.5918  1.3954  20.3928
Si  6.814  9.5477  20.4755
Si  9.5747  6.8435  20.4399
Si  6.8506  15.027  20.532
Si  9.5718  12.3316  20.437
Si  6.8094  20.5331  20.4823
Si  9.6116  17.7722  20.4608
Si  6.883  25.9109  20.4106
Si  9.5394  23.2857  20.4451
Si  6.8559  31.4486  20.4251
Si  9.6723  28.6372  20.327
Si  12.3507  4.1467  20.4367
Si  15.1699  1.3332  20.5197
Si  12.3197  9.558  20.3915
Si  15.1294  6.8055  20.4904
Si  12.3468  15.0442  20.455
Si  15.1202  12.3022  20.433
Si  12.3129  20.4718  20.4502
Si  15.053  17.7308  20.4515
Si  12.3175  25.9696  20.3925
Si  15.0649  23.1715  20.41
Si  12.4273  31.3817  20.3996
Si  15.0667  28.7229  20.4319
Si  0.0986  32.7826  22.0172
Si  2.779  2.6517  22.014
Si  0.1287  5.4776  21.9236
Si  2.8594  8.2068  21.9602
Si  0.0789  10.9964  21.8655
Si  2.7428  13.664  21.8248
Si  0.0244  16.4396  21.8892
Si  2.7376  19.1736  21.9838
Si  16.3587  21.7789  21.8293
Si  2.7308  24.6014  21.7376
Si  0.0899  27.4161  21.7781
Si  2.7086  30.097  21.8111
Si  5.4957  0.0316  21.8009
Si  8.2593  2.81  21.7642
Si  5.4665  5.4115  21.9865
Si  8.1835  8.1752  21.8172
Si  5.4726  10.8674  21.9079
Si  8.2772  13.6845  21.8899
Si  5.4795  16.3936  21.9267
Si  8.248  19.182  21.7801
Si  5.4439  21.9051  21.8808
Si  8.224  24.6361  21.923
Si  5.4727  27.2883  21.6836
Si  8.2925  29.9923  21.612
Si  11.0195  32.7872  21.6178
Si  13.7942  2.8006  21.7382
Si  10.9508  5.496  21.8091
Si  13.6684  8.1713  21.729
Si  10.9459  10.9293  21.7285
Si  13.7647  13.6696  21.7697
Si  10.9962  16.4144  21.8437
Si  13.6451  19.0415  21.8109
Si  10.9527  21.9284  21.7359
Si  13.7064  24.585  21.6866
Si  10.9964  27.3317  21.8012
Si  13.7273  30.0249  21.8906
Si  1.529  1.2584  23.5234
Si  4.1488  3.9627  23.4588
Si  1.5582  6.8068  23.3393
Si  4.155  9.5619  23.4386
Si  1.4919  12.3291  23.3184
Si  4.0033  15.0219  23.2672
Si  1.2659  17.8655  23.3584
Si  4.108  20.597  23.346
Si  1.4131  23.1614  23.077
Si  4.0226  26.0526  23.0843
Si  1.3153  28.8433  23.2791
Si  4.1408  31.4133  23.1391
Si  6.8948  1.4547  23.094
Si  9.6124  4.128  23.1967
Si  6.8866  6.8115  23.2967
Si  9.5515  9.6036  23.1088
Si  6.9045  12.237  23.1671
Si  9.7067  15.0552  23.2623
Si  6.9984  17.7692  23.1998
Si  9.5654  20.6369  23.1228
Si  6.7528  23.2906  23.2776
Si  9.6814  26.04  23.2801
Si  7.0112  28.5381  22.9277
Si  9.7707  31.2706  22.8954
Si  12.343  1.4151  22.925
Si  15.1332  4.0812  23.248
Si  12.3053  6.8786  23.1454
Si  15.0182  9.5628  23.02
Si  12.3549  12.2867  23.0414
Si  15.1271  14.9745  23.2246
Si  12.3461  17.7197  23.2795
Si  14.9395  20.397  23.2025
Si  12.3263  23.2957  23.0879
Si  15.124  25.9416  22.9658
Si  12.3967  28.5755  23.2554
Si  15.0669  31.3791  23.331
Si  0.0269  2.6628  24.7962
Si  3.0127  32.571  24.9021
Si  0.0741  8.3452  24.3271
Si  2.8105  5.3387  24.931
Si  0.1391  13.7008  24.7067
Si  2.7781  10.9803  24.8475
Si  16.163  19.1511  24.8126
Si  2.5883  16.4439  24.7156
Si  0.0917  24.615  24.2671
Si  2.5892  21.9452  24.7192
Si  16.3309  30.0594  24.94
Si  2.7542  27.5007  24.5194
Si  5.6918  2.6309  24.8302
Si  8.375  32.729  23.9523
Si  5.6108  8.1747  24.7896
Si  8.2845  5.4509  24.6772
Si  5.4817  13.5625  24.395
Si  8.2744  10.9531  24.6059
Si  5.6702  19.1913  24.4808
Si  8.4559  16.4732  24.6814
Si  5.2584  24.7115  24.5217
Si  8.2474  22.0356  24.6195
Si  5.6583  29.9488  24.0845
Si  8.2061  27.3599  24.6209
Si  11.0561  2.71  24.3685
Si  13.5748  0.0756  24.3271
Si  10.9089  8.2767  24.4556
Si  13.6886  5.5354  24.4865
Si  11.1008  13.5879  24.509
Si  13.6856  10.9185  24.3731
Si  10.9648  19.2972  24.4376
Si  13.6894  16.1664  24.6438
Si  11.164  24.7042  24.5921
Si  13.6118  21.8837  24.424
Si  10.9776  29.9763  24.5244
Si  13.892  27.1315  24.4961
Si  0.8535  4.3967  26.2637
Si  4.9734  0.7348  26.1714
Si  0.9596  9.7879  25.9523
Si  4.5792  6.4983  26.1656
Si  1.0637  15.3708  26.3724
Si  4.3276  12.3872  26.1314
Si  0.8266  20.9062  26.0516
Si  4.4401  17.5809  25.6189
Si  1.3025  26.0381  25.6693
Si  3.5099  23.8085  25.9404
Si  1.5556  31.2143  26.3348
Si  4.5907  28.6386  25.6559
Si  6.9048  4.2792  26.2542
Si  9.8334  0.9781  25.3694
Si  7.2983  9.357  26.0987
Si  9.4822  7.078  25.9294
Si  6.6456  15.2049  25.531
Si  9.8139  12.2403  25.9361
Si  7.3427  20.2129  25.8716
Si  9.79  18.1547  26.082
Si  6.4706  26.205  25.8469
Si  9.759  23.4231  25.9275
Si  7.0556  31.3685  25.2283
Si  9.1762  29.1772  25.849
Si  12.5779  3.8745  25.7531
Si  14.6123  1.5311  25.8494
Si  11.947  9.9884  25.695
Si  15.2661  6.8886  25.6497
Si  12.8466  14.2583  25.9963
Si  15.1643  12.114  25.7134
Si  11.826  21.0663  25.797
Si  14.9934  17.3935  26.1535
Si  13.1271  25.4015  25.9471
Si  15.1792  23.176  25.5312
Si  12.05  31.7156  25.6617
Si  15.2845  28.0872  26.1244
Si  14.2869  4.4497  33.1845
Si  2.9943  8.4989  30.8654
Si  2.4216  7.7325  28.0461
Si  6.0386  8.4039  33.5003
Si  15.7596  16.8549  33.0054
Si  4.858  20.0951  32.9632
Si  15.4785  28.076  30.5994
Si  1.929  32.4264  28.9759
Si  3.4658  29.9897  28.0473
Si  3.9301  1.3188  35.0107
Si  8.5883  2.2385  27.9096
Si  5.1217  10.5799  31.3256
Si  6.2879  11.2255  28.4168
Si  3.2702  14.4833  28.2095
Si  9.3209  15.4252  33.135
Si  3.5988  15.9706  32.4489
Si  11.3713  17.8034  33.3643
Si  4.1578  22.7084  28.8049
Si  7.9351  24.4661  28.1157
Si  5.3747  31.4654  31.1259
Si  8.6555  28.9279  28.7758
Si  9.2208  30.6224  31.3397
Si  5.3433  3.477  31.0556
Si  13.5471  8.1813  27.7701
Si  7.9505  13.8101  28.0102
Si  12.1214  14.9069  28.9774
Si  12.4155  17.8008  28.1619
Si  13.8722  18.954  32.4099
Si  11.9338  26.1711  30.6279
Si  13.4616  27.2588  28.4299
Si  7.6853  26.627  30.3532
Si  11.8408  0.6161  33.4893
Si  1.4446  4.8419  29.16
Si  0.821  4.1014  32.0385
Si  1.0351  8.858  33.1555
Si  3.1594  13.808  37.2089
Si  3.3791  18.4297  30.6939
Si  14.3426  21.9752  32.1818
Si  1.7922  27.2819  31.6099
Si  2.9595  22.523  33.029
Si  6.0094  1.1854  29.1148
Si  2.5958  2.4882  30.412
Si  11.5107  5.7661  27.9624
Si  5.6195  6.6955  31.1519
Si  10.1972  10.4111  30.6699
Si  4.4337  13.5889  30.9526
Si  7.7284  16.7049  29.2031
Si  9.7093  22.7702  32.2923
Si  6.8442  21.5081  28.5722
Si  10.2634  25.4281  35.4043
Si  5.8328  28.8304  29.4798
Si  15.5831  31.2453  30.1708
Si  12.08  3.2034  35.006
Si  13.4544  2.3766  31.3263
Si  7.8408  2.9639  32.7314
Si  13.1334  10.0892  30.0135
Si  10.6872  13.3454  31.1536
Si  1.8058  20.5034  28.9918
Si  8.9056  19.4539  29.8529
Si  13.7886  17.7981  34.9351
Si  1.311  26.7721  34.7666
Si  3.5845  28.5896  35.1655
Si  13.4862  27.7679  32.8847
Si  13.5957  32.4822  27.9861
Si  15.296  6.8839  34.63
Si  1.8635  3.5109  34.7235
Si  16.2289  10.3708  36.8897
Si  4.995  11.4867  36.3471
Si  16.1389  11.3271  34.0577
Si  0.1833  22.1041  36.9873
Si  4.9043  17.2551  28.3672
Si  0.7717  22.3811  30.9966
Si  12.0686  23.0994  30.4583
Si  7.2022  30.8034  33.3785
Si  2.8476  24.5154  30.8722
Si  9.5453  0.7175  31.609
Si  5.8989  29.9481  35.9119
Si  8.3907  8.0067  30.7898
Si  10.8212  6.3168  30.7614
Si  5.3553  16.0309  36.8414
Si  8.2721  15.299  36.0865
Si  7.9796  20.2674  32.5732
Si  13.5817  12.9337  30.6162
Si  9.6766  19.7639  35.035
Si  6.9276  2.0066  35.4267
Si  9.4366  25.7582  32.4792
Si  11.3994  1.5991  29.2745
Si  1.7318  32.3911  33.6738
Si  12.0211  8.8233  32.1483
Si  11.6013  30.3894  33.3243
Si  14.005  14.0528  35.6541
Si  15.3337  13.9012  32.9522
Si  9.0688  17.9267  37.6096
Si  14.2523  17.946  38.0506
Si  14.1679  22.8947  35.156
Si  14.63  26.1148  35.3563
Si  10.4106  30.3594  36.153
Si  11.8054  20.4535  28.8248
Si  0.8333  5.5734  36.709
Si  4.089  1.3009  38.0664
Si  1.9489  8.3213  37.2876
Si  8.8556  7.9181  34.0143
Si  1.7686  16.9897  34.6182
Si  4.0536  18.7262  35.648
Si  3.6771  23.2397  38.1136
Si  2.2705  23.9178  35.7133
Si  2.4501  20.4867  37.4742
Si  5.5085  27.2842  36.9859
Si  3.0352  29.9188  32.4996
Si  9.919  5.0823  33.4536
Si  6.4315  3.4827  37.9289
Si  7.5968  12.6606  37.2041
Si  7.0012  10.0343  38.0263
Si  6.4697  15.6832  31.7349
Si  13.6601  11.0326  35.5963
Si  7.9128  32.1029  35.9298
Si  11.0249  22.4463  34.9956
Si  15.0034  0.6244  37.8475
Si  7.9678  25.9066  37.4445
Si  12.2345  4.5757  37.7456
Si  16.2037  1.0564  35.0152
Si  11.5066  8.8755  35.0456
Si  13.2422  7.3475  36.8692
Si  12.6921  15.2481  37.9491
Si  3.616  9.3941  35.0085
Si  0.5012  15.0004  36.7455
Si  9.1324  28.6808  38.2736
Si  12.5997  26.022  37.5444
Si  15.6305  0.4883  32.2608
Si  12.6091  31.4182  38.0132
O  16.2313  32.6232  38.5509
O  1.5958  31.0601  39.6025
O  1.4756  3.9632  39.6427
O  2.7797  2.0109  38.7026
O  1.9434  6.7606  36.8505
O  0.0491  5.4369  38.1492
O  4.1285  6.7482  39.367
O  2.2026  8.5658  38.8697
O  0.3136  11.0319  38.2944
O  3.1731  9.0791  36.5344
O  5.7307  16.0699  38.4409
O  0.7649  17.5367  33.4509
O  15.6829  17.8003  38.83
O  0.4175  15.4919  38.3076
O  2.0899  19.3722  38.6045
O  15.019  17.8617  31.9385
O  14.794  23.4952  39.5776
O  0.026  21.8273  38.5782
O  3.6716  23.6916  36.5365
O  2.9242  24.4692  38.8703
O  1.0074  26.3298  39.5274
O  15.3358  28.4652  39.5086
O  4.4265  27.2963  35.7447
O  3.601  29.0996  39.5959
O  5.3158  2.3476  38.2241
O  4.5248  0.0061  38.9452
O  7.813  3.1149  38.7058
O  6.7114  3.3753  36.3071
O  5.864  4.927  38.4685
O  9.4214  6.3956  34.3184
O  11.8895  9.925  39.3867
O  10.8563  5.2125  38.3322
O  1.6796  13.8944  36.5345
O  4.3577  12.1187  39.7345
O  7.442  13.287  38.7185
O  9.7303  12.0888  39.5852
O  2.5387  18.2574  35.2564
O  4.0233  17.7895  39.4045
O  9.19  15.4775  34.7542
O  7.8665  18.7419  38.3411
O  5.1412  22.9026  38.7488
O  6.6211  20.704  39.3213
O  9.8088  22.9521  39.4258
O  8.1065  24.6399  38.44
O  4.9357  27.2238  38.5029
O  6.3894  28.6604  36.7797
O  8.159  29.9144  38.6462
O  6.6515  31.5659  39.7149
O  9.5746  1.2513  39.4212
O  11.4794  32.1717  38.912
O  12.9136  3.8628  39.0331
O  14.5813  1.8089  38.8723
O  13.1822  5.7406  37.1139
O  10.8439  4.035  34.2971
O  13.5658  8.0852  38.2848
O  7.7039  8.5876  38.3229
O  14.9403  12.3063  39.6147
O  13.2737  13.9141  38.6477
O  10.209  17.8495  38.7862
O  11.1791  15.457  38.506
O  13.5179  19.2994  38.5305
O  10.3016  21.1428  35.6705
O  11.8776  20.9554  39.5001
O  11.5809  25.8334  36.2716
O  12.0181  27.1604  38.5479
O  12.81  24.7392  38.5458
O  10.1924  28.6725  39.5145
O  8.3558  27.2521  38.2868
O  13.3586  30.2085  38.8084
O  13.7321  32.4799  37.5343
O  0.6569  4.09  27.9208
O  16.2787  5.7047  26.1359
O  5.0109  1.1292  27.8077
O  5.5428  1.4016  34.7868
O  1.5091  8.6017  27.0002
O  2.5416  8.7109  29.3325
O  3.891  7.37  27.4076
O  4.1403  7.3307  30.8742
O  16.2117  16.4204  26.779
O  1.7118  14.9547  27.8749
O  3.5729  13.6838  26.8189
O  3.7545  12.3099  37.0029
O  1.3341  20.1921  27.4698
O  6.5254  17.1039  28.1751
O  5.4574  16.297  25.8783
O  4.2201  18.1363  27.1778
O  0.6836  31.8189  29.8499
O  14.6272  27.1297  29.5806
O  3.4075  23.9097  32.2883
O  2.3569  24.9592  26.4794
O  1.9887  29.8506  27.2942
O  1.3459  32.4957  27.4312
O  4.2506  28.8725  29
O  4.4369  29.9213  26.7259
O  7.7847  3.6602  27.5625
O  5.766  5.4308  26.7747
O  8.7543  1.5871  26.4376
O  10.7702  32.6662  26.1736
O  5.0463  11.6103  27.4063
O  4.8051  12.1523  31.6412
O  10.2012  6.4733  27.2919
O  8.3907  8.1763  26.5242
O  2.8918  16.0358  33.9089
O  5.8746  14.3937  30.9139
O  9.2484  13.1424  27.2448
O  8.3156  15.1813  28.8961
O  8.8371  17.9242  29.2277
O  6.4714  20.809  27.1477
O  8.5674  19.2344  26.5418
O  11.0371  17.8048  27.1887
O  6.8963  25.3224  27.1834
O  5.4337  27.4011  26.4107
O  10.7387  22.173  26.4237
O  8.0476  26.4877  31.9651
O  8.1258  30.4495  26.1068
O  6.1619  32.358  26.2058
O  8.81  27.5412  29.6105
O  9.5766  28.8327  27.4377
O  6.2869  3.1717  32.3409
O  11.8422  4.4142  27.1346
O  13.6774  2.8009  26.3792
O  14.729  0.593  27.2219
O  12.6487  9.2504  26.9652
O  10.9135  11.0856  26.4685
O  14.9184  7.7911  26.9973
O  12.2791  16.5057  29.1487
O  11.9998  14.6122  27.3816
O  16.1926  10.927  26.5036
O  14.013  13.1218  26.4966
O  12.2382  20.4064  27.2449
O  13.8253  17.7674  27.2906
O  0.6191  21.2829  29.8033
O  14.8184  16.6992  34.3269
O  12.1182  27.3149  29.4465
O  12.9229  26.0848  27.4382
O  14.1941  24.1855  26.4379
O  16.1632  22.1675  26.4693
O  15.6338  29.6227  30.1061
O  12.9596  31.3225  27.0066
O  14.1757  28.3516  27.3913
O  14.4006  31.7561  29.1849
O  1.2888  2.6761  31.3778
O  15.7968  3.9931  32.7962
O  3.6454  9.8916  31.386
O  7.0875  10.0758  27.5815
O  13.8315  11.544  29.7956
O  0.326  10.3151  32.9172
O  4.3379  10.8819  34.9567
O  3.6529  13.5007  29.4957
O  3.0282  21.5657  28.9726
O  3.8726  19.4364  31.864
O  4.647  18.0847  29.7444
O  7.6488  20.4116  29.4563
O  2.7922  26.1409  30.9982
O  15.6689  22.6154  31.5211
O  2.4536  1.0426  29.6369
O  2.151  25.4627  35.2346
O  5.5704  32.7967  30.1817
O  3.2402  31.3968  28.8916
O  2.6831  3.7727  29.3846
O  3.8977  2.7547  31.3851
O  5.8351  2.6913  29.7322
O  7.6216  1.1996  28.7572
O  5.9787  6.9614  32.723
O  1.8035  6.3084  28.5569
O  8.8838  9.4975  30.2399
O  5.7967  10.5455  29.8353
O  6.8849  14.3685  26.9274
O  7.1846  12.5642  28.7754
O  10.0431  14.1184  32.4441
O  3.4324  14.4301  31.937
O  5.2144  16.3037  32.5967
O  8.4354  21.7846  32.2038
O  5.4987  21.9696  29.3546
O  14.1097  20.4109  31.7374
O  8.7935  19.3099  31.5019
O  7.67  22.8751  28.3023
O  12.3294  24.6704  30.0428
O  6.0177  30.1408  30.4424
O  1.3666  23.8541  30.5658
O  9.1684  30.089  29.8095
O  7.0516  29.0622  28.3876
O  14.9681  1.6629  31.2648
O  12.3204  31.8503  33.6382
O  11.3374  5.3827  29.5438
O  12.7626  6.7839  27.9149
O  1.6738  8.1994  31.7994
O  13.8971  8.9391  29.166
O  6.8597  7.5194  30.3917
O  7.7552  15.3594  32.673
O  12.5253  19.0423  29.256
O  13.4624  14.1799  29.578
O  14.1043  14.1304  34.0167
O  10.8434  14.3452  29.8603
O  12.2628  17.2432  34.639
O  13.9911  19.1724  34.0475
O  9.0596  24.1954  32.682
O  9.3475  24.3996  27.2511
O  0.1233  26.9585  26.532
O  0.4857  27.2853  30.6644
O  16.1877  26.5971  35.2898
O  7.8157  25.1669  29.6043
O  12.2768  0.5623  28.3845
O  12.6457  29.1464  33.1711
O  14.3832  6.0503  33.5326
O  13.4627  3.9357  31.8645
O  0.7823  5.0797  30.6873
O  7.9356  2.295  34.198
O  11.9698  3.4545  36.6024
O  16.3234  7.8634  33.8171
O  16.1474  5.83  35.5211
O  8.5689  13.7225  36.4481
O  6.2298  12.5709  36.2673
O  2.2006  19.131  29.8024
O  14.4598  24.5086  35.0223
O  14.5333  22.132  33.776
O  4.874  19.2179  34.3343
O  6.2141  27.3985  30.23
O  4.2903  23.1737  27.2541
O  2.2827  22.9099  34.4431
O  4.2344  29.91  35.9465
O  7.6792  0.8576  36.3285
O  8.5745  4.4013  32.8446
O  8.1898  29.9179  32.4139
O  6.4336  29.7517  34.368
O  8.7072  8.0377  32.3937
O  12.5743  2.5336  29.9571
O  6.0154  9.7193  32.4503
O  9.3651  6.8351  30.225
O  13.3222  9.6393  31.5926
O  13.4153  12.5769  36.0209
O  6.6552  15.5617  35.9451
O  4.1865  15.7963  28.4694
O  6.373  20.1489  32.3909
O  7.0518  16.7542  30.6831
O  9.4835  18.7313  36.2612
O  10.6907  19.1635  33.9168
O  15.1099  22.2075  36.2969
O  10.1712  26.1524  33.9118
O  10.5045  22.91  30.8847
O  3.855  24.0571  29.6799
O  3.8616  31.0214  31.6156
O  15.1083  0.8233  33.7964
O  9.3402  31.5609  36.491
O  11.9515  1.5742  34.8138
O  10.7451  30.4856  31.9281
O  14.335  7.6844  35.6823
O  10.6742  0.7649  30.4605
O  0.4015  11.1339  35.5473
O  12.2114  8.2977  33.6684
O  0.0212  12.8731  33.6046
O  11.785  7.6024  31.0851
O  11.5056  10.2218  29.6708
O  12.2034  12.8261  31.5171
O  0.9062  16.2515  35.7741
O  14.5281  11.0153  34.1977
O  4.2644  21.5838  33.2656
O  12.5828  22.596  35.454
O  10.242  20.2336  29.3047
O  3.7772  20  36.6306
O  13.0712  22.8548  31.7142
O  13.8065  27.0347  34.2962
O  1.9352  30.8086  33.3276
O  1.3784  26.8793  33.1395
O  12.7661  26.6482  31.9506
O  14.8595  28.173  32.1107
O  0.8786  0.318  32.4648
O  1.8117  4.4302  33.3354
O  0.6948  2.3755  34.6771
O  1.6905  4.3059  36.1388
O  3.6971  0.8424  36.5541
O  3.3344  2.8154  34.7659
O  14.5919  10.3416  36.7624
O  0.471  8.8736  36.8652
O  2.2817  9.1966  34.1303
O  2.9256  14.0833  38.7891
O  4.7331  8.3637  34.4579
O  6.5023  10.437  39.5195
O  7.3515  8.3622  34.4983
O  0.9596  23.5111  36.6138
O  14.262  18.075  36.4389
O  2.8919  17.0297  31.4093
O  1.8002  21.7776  32.1373
O  1.1513  20.846  36.5117
O  2.847  21.8486  38.2777
O  0.8019  32.5499  35.0257
O  3.2003  0.2776  33.9663
O  2.3717  28.8087  31.5065
O  2.0097  28.1476  35.3764
O  8.7042  32.1734  31.3044
O  8.5682  2.0204  31.6166
O  9.8954  8.9491  34.7605
O  10.5726  30.0749  34.5558
O  9.3387  6.9087  39.4443
O  5.4516  5.1045  30.8037
O  10.8021  5.4997  32.1578
O  10.7502  9.8717  32.1248
O  4.8859  17.5133  36.3388
O  4.1453  14.9583  36.5887
O  8.0853  11.0974  37.3697
O  9.7938  12.0029  30.7884
O  8.2985  19.9804  34.1639
O  10.2734  16.7275  32.7884
O  16.0109  15.3224  32.4973
O  14.8233  13.1746  31.6038
O  10.2283  23.7999  35.3843
O  8.7521  16.3802  37.2075
O  7.9914  31.8875  34.3083
O  3.82  28.958  33.582
O  8.9196  25.8794  36.1478
O  6.4588  25.98  36.8321
O  10.1271  2.3719  28.5365
O  10.2669  0.5998  33.0652
O  15.471  1.2664  36.4307
O  15.1719  31.834  31.658
O  12.2036  10.3205  35.3972
O  12.6779  1.3669  32.3323
O  13.5506  3.7105  34.4534
O  12.9174  15.0802  36.3264
O  11.7952  7.8543  36.275
O  5.6331  10.1675  37.11
O  12.3908  18.2701  32.1561
O  13.4813  16.5755  38.4582
O  15.4869  14.3365  36.2909
O  12.3489  21.9055  29.3692
O  10.8237  22.2592  33.38
O  14.0387  26.4015  36.8553
O  11.8721  30.7845  36.7076
O  6.5805  31.3067  36.4876
O  9.8598  28.9805  36.8363
O  10.4324  26.0191  31.2264
O  6.1628  31.7142  32.526
Si  16.3338  0.0359  5.5128
Si  2.7065  2.7483  5.4779
Si  16.3534  5.4731  5.3465
Si  2.6716  8.1813  5.3734
Si  16.3668  10.9369  5.358
Si  2.7059  13.656  5.3944
Si  16.3455  16.4382  5.3405
Si  2.6462  19.1726  5.351
Si  16.377  21.8281  5.4239
Si  2.7089  24.5644  5.4434
Si  16.354  27.3249  5.5896
Si  2.7046  30.0858  5.5777
Si  5.4543  0.0273  5.4939
Si  8.2015  2.7626  5.4326
Si  5.4508  5.4514  5.4475
Si  8.2082  8.1578  5.4463
Si  5.4197  10.9278  5.4088
Si  8.2  13.6895  5.4204
Si  5.4074  16.4589  5.4133
Si  8.1262  19.1235  5.3994
Si  5.3704  21.9135  5.3924
Si  8.128  24.6112  5.4186
Si  5.4835  27.2996  5.4872
Si  8.2204  30.0398  5.4511
Si  10.9326  0.0206  5.424
Si  13.6397  2.7642  5.3843
Si  10.9354  5.4716  5.3861
Si  13.6556  8.19  5.3627
Si  10.954  10.9539  5.3907
Si  13.6483  13.6996  5.3235
Si  10.8952  16.4137  5.3802
Si  13.609  19.1324  5.3669
Si  10.8636  21.8547  5.4378
Si  13.5956  24.585  5.5452
Si  10.8333  27.3737  5.4787
Si  13.5888  30.0961  5.5088
Si  1.3351  1.3925  6.844
Si  4.0828  4.1114  6.8256
Si  1.3186  6.8226  6.7513
Si  4.0453  9.5528  6.756
Si  1.3333  12.2888  6.7488
Si  4.0662  15.0415  6.7554
Si  1.3145  17.7797  6.7339
Si  4.028  20.5116  6.7519
Si  1.3412  23.1925  6.8037
Si  4.0833  25.9332  6.8207
Si  1.3384  28.7022  6.9065
Si  4.099  31.4694  6.8744
Si  6.8435  1.3984  6.8201
Si  9.5779  4.1219  6.7865
Si  6.8221  6.8203  6.8064
Si  9.5787  9.5765  6.7613
Si  6.8107  12.3054  6.758
Si  9.566  15.0435  6.7801
Si  6.7814  17.7832  6.7938
Si  9.5009  20.476  6.7802
Si  6.7676  23.2342  6.7841
Si  9.4959  25.9607  6.8177
Si  6.8428  28.6919  6.8344
Si  9.5739  31.4455  6.8016
Si  12.29  1.4007  6.7875
Si  15.0115  4.1197  6.7591
Si  12.2922  6.845  6.755
Si  15.0092  9.5711  6.7356
Si  12.3176  12.3286  6.7428
Si  15.0059  15.0517  6.7222
Si  12.2659  17.7654  6.7563
Si  14.9873  20.4696  6.7687
Si  12.2283  23.1916  6.8436
Si  14.9751  25.9436  6.8964
Si  12.2257  28.7142  6.8525
Si  14.9792  31.455  6.8618
Si  16.3717  2.7784  8.1717
Si  2.7127  0.0299  8.2085
Si  16.3747  8.2105  8.1192
Si  2.702  5.4924  8.1532
Si  16.374  13.6772  8.1026
Si  2.6999  10.9322  8.1287
Si  16.3616  19.1167  8.1392
Si  2.6905  16.4098  8.1098
Si  16.3849  24.5634  8.1901
Si  2.6995  21.8435  8.1759
Si  16.3608  30.0887  8.2229
Si  2.733  27.3127  8.2039
Si  5.4663  2.755  8.1849
Si  8.2074  0.0132  8.1698
Si  5.4404  8.21  8.1346
Si  8.2085  5.4754  8.1671
Si  5.4431  13.6756  8.1222
Si  8.1922  10.9397  8.121
Si  5.4084  19.1532  8.1353
Si  8.1743  16.4039  8.1339
Si  5.4383  24.5809  8.1955
Si  8.1446  21.8569  8.1444
Si  5.4764  30.0744  8.194
Si  8.1768  27.3274  8.216
Si  10.9296  2.7568  8.1644
Si  13.6317  0.0433  8.1962
Si  10.9408  8.2163  8.1375
Si  13.6533  5.4848  8.1359
Si  10.9399  13.6705  8.1315
Si  13.6647  10.9472  8.1186
Si  10.8976  19.1218  8.1377
Si  13.6417  16.3966  8.1205
Si  10.8743  24.5898  8.1807
Si  13.637  21.8321  8.165
Si  10.9018  30.0973  8.2162
Si  13.6073  27.3419  8.2122
Si  1.3507  4.1309  9.5334
Si  4.0993  1.3919  9.5524
Si  1.3428  9.5678  9.5005
Si  4.0827  6.8518  9.5155
Si  1.3426  15.0306  9.4856
Si  4.0814  12.2998  9.4892
Si  1.3296  20.4707  9.5238
Si  4.0633  17.7603  9.4959
Si  1.3519  25.9426  9.5482
Si  4.0703  23.2069  9.5457
Si  1.3495  31.4559  9.5622
Si  4.1023  28.7  9.5497
Si  6.8409  4.1189  9.5409
Si  9.5697  1.386  9.5368
Si  6.8229  9.5768  9.4953
Si  9.5757  6.8558  9.519
Si  6.8158  15.029  9.4977
Si  9.5637  12.3032  9.4948
Si  6.7904  20.4901  9.5177
Si  9.5439  17.7543  9.511
Si  6.806  25.9517  9.5611
Si  9.5174  23.2085  9.5316
Si  6.8429  31.4528  9.546
Si  9.5469  28.7078  9.5673
Si  12.2985  4.1258  9.5256
Si  15.0196  1.4037  9.5447
Si  12.3049  9.5854  9.5039
Si  15.0208  6.8511  9.5061
Si  12.2947  15.0316  9.5092
Si  15.0291  12.3079  9.4942
Si  12.2697  20.4688  9.5225
Si  15.0079  17.7457  9.5089
Si  12.2527  25.9505  9.5528
Si  15.0085  23.1967  9.5361
Si  12.2823  31.4658  9.5629
Si  14.9976  28.7035  9.5649
Si  16.3902  0.0331  10.9098
Si  2.7277  2.7676  10.8988
Si  16.3904  5.5006  10.8916
Si  2.7204  8.2204  10.8801
Si  16.3934  10.9424  10.873
Si  2.7185  13.6677  10.8605
Si  16.3871  16.3857  10.8745
Si  2.7091  19.1126  10.8851
Si  16.3809  21.8392  10.901
Si  2.7173  24.5805  10.9143
Si  16.389  27.3267  10.9015
Si  2.7329  30.078  10.9046
Si  5.4743  0.0187  10.9068
Si  8.2084  2.7529  10.9075
Si  5.4631  5.4939  10.8865
Si  8.198  8.2219  10.8766
Si  5.4582  10.9453  10.8664
Si  8.1928  13.6678  10.866
Si  5.4448  16.3948  10.8617
Si  8.1728  19.1197  10.8741
Si  5.4431  21.847  10.9056
Si  8.1766  24.5815  10.9144
Si  5.4563  27.3325  10.9228
Si  8.1931  30.0853  10.9253
Si  10.9252  0.0295  10.923
Si  13.6607  2.7702  10.9089
Si  10.9395  5.4935  10.8976
Si  13.6667  8.2198  10.8824
Si  10.9323  10.9444  10.8742
Si  13.6656  13.6653  10.876
Si  10.9201  16.3916  10.8781
Si  13.6469  19.1087  10.8871
Si  10.9066  21.8439  10.885
Si  13.6472  24.58  10.893
Si  10.914  27.3342  10.9228
Si  13.6496  30.0894  10.9215
Si  1.3687  1.3969  12.2647
Si  4.1043  4.1271  12.2596
Si  1.3656  6.8561  12.2574
Si  4.0972  9.5817  12.2445
Si  1.3672  12.2995  12.2443
Si  4.0918  15.0236  12.2384
Si  1.3557  17.7409  12.2525
Si  4.0804  20.4705  12.26
Si  1.3495  23.2067  12.2675
Si  4.0871  25.955  12.273
Si  1.3655  28.6993  12.2585
Si  4.1065  31.4499  12.2653
Si  6.8447  1.3834  12.2745
Si  9.5787  4.123  12.2706
Si  6.8366  6.8559  12.2522
Si  9.5696  9.5813  12.2512
Si  6.8301  12.3048  12.2413
Si  9.5562  15.0264  12.2479
Si  6.815  17.7478  12.243
Si  9.5461  20.4731  12.2508
Si  6.8136  23.2091  12.272
Si  9.5515  25.9532  12.2719
Si  6.8274  28.7076  12.2787
Si  9.566  31.4558  12.2831
Si  12.3032  1.3968  12.2767
Si  15.0381  4.1324  12.2683
Si  12.3119  6.8555  12.2664
Si  15.0386  9.5773  12.2556
Si  12.3019  12.302  12.2505
Si  15.0346  15.0192  12.2536
Si  12.2869  17.7455  12.2586
Si  15.0175  20.4696  12.2599
Si  12.2854  23.2051  12.2519
Si  15.0256  25.9475  12.2567
Si  12.2923  28.7057  12.2766
Si  15.0332  31.4579  12.2698
Si  0.0116  2.7691  13.6306
Si  2.7444  0.0261  13.6196
Si  0.0088  8.2185  13.633
Si  2.7385  5.4932  13.6237
Si  0.0102  13.6615  13.6242
Si  2.7388  10.9431  13.6242
Si  16.3988  19.1109  13.6202
Si  2.7351  16.3838  13.6207
Si  16.3945  24.5847  13.6302
Si  2.7232  21.8422  13.6276
Si  0.011  30.0833  13.6162
Si  2.7292  27.3336  13.6326
Si  5.4748  2.7595  13.6253
Si  8.2093  0.0207  13.6523
Si  5.4659  8.2194  13.6175
Si  8.2062  5.4932  13.6272
Si  5.4659  13.6679  13.6174
Si  8.1997  10.9466  13.6189
Si  5.4555  19.1063  13.6225
Si  8.1882  16.3918  13.6195
Si  5.4551  24.5852  13.6323
Si  8.1862  21.8359  13.6241
Si  5.4693  30.0845  13.6402
Si  8.1976  27.3346  13.6326
Si  10.9462  2.762  13.6486
Si  13.6781  0.0287  13.6334
Si  10.9431  8.2234  13.6294
Si  13.6822  5.4946  13.6444
Si  10.9309  13.6662  13.6177
Si  13.675  10.9422  13.6261
Si  10.9197  19.1152  13.6235
Si  13.6667  16.3842  13.6209
Si  10.9303  24.5789  13.6174
Si  13.6572  21.8443  13.6236
Si  10.9381  30.0856  13.639
Si  13.673  27.3279  13.6197
Si  1.386  4.1267  15.0005
Si  4.1112  1.3912  14.9899
Si  1.387  9.5714  15.0045
Si  4.1093  6.8497  14.9924
Si  1.3846  15.0177  14.9992
Si  4.1098  12.3031  14.999
Si  1.3655  20.4712  14.9923
Si  4.1016  17.7414  15.0005
Si  1.3679  25.955  14.9933
Si  4.0934  23.2084  14.9908
Si  1.3832  31.4557  14.9758
Si  4.1005  28.7079  14.9939
Si  6.8426  4.1217  14.9943
Si  9.5863  1.3874  15.0165
Si  6.8323  9.5819  14.9875
Si  9.5787  6.8546  14.9963
Si  6.829  15.0295  14.9999
Si  9.5694  12.3056  14.9949
Si  6.8228  20.4678  14.9928
Si  9.5519  17.7561  14.9975
Si  6.8292  25.959  14.9825
Si  9.5663  23.2034  14.973
Si  6.8404  31.451  15.0109
Si  9.5723  28.7061  14.9891
Si  12.3274  4.1188  15.0149
Si  15.0583  1.3926  14.9914
Si  12.3168  9.5797  15.0058
Si  15.065  6.8461  15.0153
Si  12.3  15.024  14.9908
Si  15.0553  12.2936  14.9974
Si  12.2944  20.4767  14.9916
Si  15.0439  17.742  14.9865
Si  12.3114  25.9445  14.9719
Si  15.0327  23.2074  14.9921
Si  12.3181  31.4569  14.9915
Si  15.0549  28.7005  14.9692

Results
total energy: -236505.887 eV
total energy less fixed offsets of O -438.35, Si -107.03 eV per atom: 1.813 eV

Forces (eV/angstrom), in the order of the atoms: element, x, y, z
Si  0.1093  -0.0562  0.0919
Si  -0.0621  -0.0002  -0.0321
Si  0.0734  0.0855  -0.3239
Si  -0.0147  0.1454  0.0746
Si  0.0405  -0.0621  -0.2244
Si  -0.0292  -0.0827  -0.2301
Si  -0.0613  -0.1182  0.1431
Si  -0.0221  0.1344  -0.3086
Si  0.2389  -0.1822  -0.1605
Si  -0.3066  0.244  0.0033
Si  0.0438  -0.0358  -0.5372
Si  -0.0091  0.037  -0.3291
Si  -0.0252  0.0043  -0.1621
Si  0.1148  -0.0587  -0.0867
Si  -0.0135  -0.0696  -0.0971
Si  0.0535  -0.1023  0.2127
Si  -0.112  0.0555  -0.5136
Si  0.1942  0.0446  -0.1998
Si  0.108  -0.2056  -0.1767
Si  0.0684  0.0284  0.2811
Si  -0.0598  0.0619  0.0282
Si  0.1655  -0.0322  -0.2142
Si  0.0109  0.0572  -0.3365
Si  -0.147  0.1018  -0.035
Si  -0.203  0.0214  -0.2492
Si  -0.0395  -0.1396  0.1211
Si  0.0813  0.0555  0.3085
Si  -0.182  0.0632  0.0329
Si  -0.044  0.1393  -0.1469
Si  -0.0301  -0.0011  -0.057
Si  0.0596  -0.0611  0.1728
Si  -0.2044  0.1231  0.0266
Si  -0.0792  -0.0484  -0.205
Si  0.1567  -0.1836  -0.077
Si  -0.3721  0.1906  0.1094
Si  0.1887  0.0187  0.0867
Si  -0.0277  -0.0401  -0.3133
Si  0.031  0.0973  -0.2621
Si  0.0731  -0.0726  -0.2058
Si  -0.0435  -0.1285  -0.2246
Si  0.0307  0.0053  -0.1449
Si  0.0504  0.1022  -0.2278
Si  -0.1563  -0.0544  0.0296
Si  0.1812  -0.0267  -0.1963
Si  -0.0748  0.0319  -0.1773
Si  0.0011  -0.0059  -0.0818
Si  0.1109  0.1111  -0.2764
Si  0.0521  0.001  -0.3115
Si  0.0746  -0.0823  -0.2618
Si  0.0175  0.0683  -0.2057
Si  0.0327  0.1012  -0.2722
Si  -0.1845  -0.1308  -0.2925
Si  0.0397  0.0199  -0.118
Si  0.1478  -0.2242  -0.2136
Si  -0.0253  -0.0023  -0.1909
Si  -0.1813  0.0495  -0.4537
Si  -0.0757  -0.0237  -0.1582
Si  -0.0711  0.0312  -0.271
Si  -0.097  0.0002  -0.2429
Si  -0.0342  0.0483  -0.0828
Si  0.1335  0.0489  -0.1502
Si  0.0574  0.0092  -0.1204
Si  -0.1803  -0.0552  -0.2326
Si  -0.0591  0.0854  -0.1045
Si  0.2254  0.0247  -0.2458
Si  0.0965  -0.0515  -0.1772
Si  0.036  0.1451  -0.2097
Si  -0.0949  0.0614  -0.1344
Si  0.0167  0.0168  -0.3339
Si  -0.0346  -0.1265  -0.3658
Si  0.1151  0.1334  -0.1892
Si  0.0175  0.0009  -0.3714
Si  0.1362  -0.0343  0.0489
Si  -0.0043  0.1281  0.1412
Si  -0.0343  0.1337  -0.1056
Si  -0.0078  -0.1607  0.0516
Si  -0.0404  -0.0205  -0.0101
Si  -0.0665  0.0387  0.1003
Si  -0.0477  0.0067  -0.101
Si  0.0291  -0.0251  0.1144
Si  -0.0285  -0.1884  0.0506
Si  -0.0558  0.0331  -0.0317
Si  -0.0936  0.0572  0.1754
Si  0.0774  -0.0407  0.2333
Si  0.0123  0.0481  0.0426
Si  -0.0342  -0.0876  0.0669
Si  0.082  -0.003  0.0868
Si  0.0291  -0.0347  0.077
Si  0.0541  0.1332  0.2717
Si  0.0492  -0.1345  0.2168
Si  -0.1372  0.0758  0.0293
Si  -0.0518  0.0428  -0.112
Si  -0.0514  0.0239  -0.1195
Si  -0.0025  -0.0694  0.2032
Si  0.0851  -0.0744  0.1888
Si  0.1071  0.1337  -0.2042
Si  -0.0611  0.043  0.0876
Si  0.074  -0.0939  -0.1225
Si  -0.0222  -0.0479  0.0957
Si  -0.1697  0.1001  -0.1251
Si  -0.0469  0.0529  0.0037
Si  0.0601  0.0616  0.1631
Si  -0.0162  -0.143  0.1728
Si  -0.0604  0.0448  -0.086
Si  -0.057  0.1067  0.1509
Si  0.22  -0.0004  0.1979
Si  -0.1084  0.0053  -0.0412
Si  -0.0862  0.052  0.1676
Si  0.0771  0.0263  -0.1309
Si  -0.0749  -0.0512  0.0133
Si  0.0575  0.1171  0.0173
Si  -0.0263  0.0153  -0.0637
Si  -0.0211  -0.0138  -0.047
Si  0.0002  -0.0215  -0.0812
Si  0.0285  0.0236  0.0186
Si  0.0453  0.0731  -0.0894
Si  0.0605  0.0116  -0.0604
Si  -0.011  -0.0154  0.0296
Si  -0.0737  0.0069  -0.0511
Si  0.0687  -0.0399  -0.056
Si  -0.0255  0.0564  0.0102
Si  -0.0711  -0.03  -0.0574
Si  0.0072  0.0275  -0.004
Si  0.0727  0.0791  -0.1509
Si  -0.1396  -0.0841  0.0163
Si  -0.0858  0.043  -0.0267
Si  0.0386  0.0164  -0.0988
Si  0.1641  0.1342  -0.0087
Si  -0.0039  -0.0109  -0.0009
Si  -0.053  0.0086  -0.032
Si  0.0584  -0.005  -0.0853
Si  0.1027  -0.0547  -0.0759
Si  -0.0449  -0.1193  0.0012
Si  -0.0198  0.0841  -0.0271
Si  0.0434  -0.0526  -0.1173
Si  0.0232  -0.0404  0.0419
Si  -0.1351  -0.0191  0.0125
Si  -0.0466  -0.0751  -0.1283
Si  0.0331  -0.0296  -0.0838
Si  0.0222  -0.0516  0.0696
Si  -0.0379  0.0149  -0.0553
Si  -0.0036  0.0399  -0.1332
Si  0.0179  -0.0423  0.0078
Si  0.0102  0.1366  -0.0275
Si  -0.016  -0.0267  -0.0077
Si  -0.0131  -0.0199  0.0002
Si  0.011  -0.0015  0.0198
Si  0.0288  0.0084  0.0025
Si  -0.0133  -0.0071  0.0023
Si  -0.006  -0.0236  0.005
Si  -0.008  -0.0169  -0.0004
Si  -0.0048  0.012  -0.0037
Si  -0.0252  0.0004  -0.0026
Si  0.0025  -0.0321  -0.002
Si  -0.0033  0.0086  0.0054
Si  -0.0003  0  0.0015
Si  -0.0119  0.0191  -0.0057
Si  0.011  -0.0039  -0.0029
Si  0.0131  -0.0086  0.0024
Si  -0.0183  0.0074  -0.0075
Si  0.0302  -0.0016  0.004
Si  0.0146  -0.0153  -0.0012
Si  0.0068  -0.0116  0.0086
Si  -0.0125  0.0178  0.0099
Si  0.0276  0.0082  -0.006
Si  0.0336  -0.0056  -0.0109
Si  0.0022  -0.0303  -0.0061
Si  -0.0025  -0.0092  0.0018
Si  0.0008  -0.0323  -0.0012
Si  0.0376  -0.0319  0.0017
Si  0.0149  -0.0127  -0.0049
Si  -0.0175  -0.0154  -0.0206
Si  -0.003  -0.008  -0.0062
Si  -0.0066  0.0009  -0.0121
Si  -0.0119  0.0044  -0.0036
Si  0.0001  -0.0282  -0.0115
Si  0.003  0.0174  0.008
Si  0.0008  0.0297  0.0043
Si  -0.0068  0.0022  -0.0026
Si  -0.0155  -0.0191  -0.0057
Si  0.0114  0.0117  -0.0075
Si  0.0355  0.0203  -0.0064
Si  -0.0349  -0.0027  0.0049
Si  -0.0392  -0.009  -0.0005
Si  0.0002  0.004  0.0039
Si  0.0082  0.0217  0.0057
Si  -0.0273  0.007  0.0002
Si  0.0005  -0.0185  -0.0005
Si  0.037  0.0319  0.0125
Si  0.0223  0.0702  0.0186
Si  0.0048  -0.0123  0.0249
Si  0.0342  -0.0102  0.0063
Si  0.0003  -0.0564  -0.0091
Si  -0.003  -0.0095  0.008
Si  0.0314  0.0233  -0.0136
Si  0.0223  -0.0223  -0.0057
Si  -0.016  -0.0103  -0.0201
Si  0.0245  0.0035  -0.0058
Si  0.0155  -0.0127  -0.0004
Si  0.0104  -0.0153  0.0004
Si  -0.0285  0.0138  -0.013
Si  -0.03  -0.0252  -0.0133
Si  0.0152  0.0136  0.0224
Si  0.0052  0.024  0.0001
Si  -0.0453  0.0236  0.0186
Si  -0.0761  -0.0089  0.0076
Si  0.0103  0.0309  -0.0155
Si  -0.0214  0.0175  -0.0076
Si  0.0164  0.0333  -0.0012
Si  -0.0059  -0.0179  -0.0136
Si  0.0297  0.0359  -0.0092
Si  -0.0106  0.0433  0.0031
Si  -0.0321  -0.0241  0.0096
Si  -0.0287  -0.0325  0.0031
Si  0.0116  0.041  -0.0103
Si  0.0223  0.0395  -0.024
Si  0.0302  -0.0518  -0.0028
Si  -0.0018  0.0138  0.0048
Si  -0.027  0.0032  0.0318
Si  0.0032  -0.0133  0.0205
Si  -0.0827  0.0237  -0.0266
Si  0.0062  -0.0122  0.0015
Si  0.0302  -0.0162  -0.0058
Si  0.0109  -0.038  -0.0022
Si  -0.0353  0.0384  -0.0036
Si  -0.0433  0.0292  0.0075
Si  -0.0497  0.0228  0.0221
Si  0.0257  -0.0627  -0.0261
Si  0.0112  -0.0081  0.0082
Si  -0.0143  0.038  -0.0318
Si  0.0732  -0.0089  -0.0276
Si  -0.0383  0.0371  -0.0193
Si  0.071  -0.0309  0.0207
Si  -0.0027  0.0349  0.0314
Si  -0.0247  0.0402  0.0046
Si  -0.0255  0.0089  0.0199
Si  0.072  -0.0929  -0.0216
Si  -0.0154  0.0435  0.0313
Si  -0.0447  0.0515  -0.0191
Si  0.0489  -0.0274  0.0007
Si  0.0174  -0.0306  0
Si  0.0521  -0.1292  0.0224
Si  0.0349  0.0031  -0.007
Si  -0.018  -0.0151  -0.0151
Si  -0.025  -0.0389  0.0204
Si  0.0249  -0.0373  0.0048
Si  0.0063  -0.0278  -0.0119
Si  -0.0284  -0.0086  -0.0159
Si  -0.0265  0.0441  0.0153
Si  0.071  0.0071  -0.0129
Si  -0.0112  -0.0518  0.0108
Si  -0.0232  0.017  0.0302
Si  -0.04  0.0346  0.0331
Si  -0.024  -0.0442  0.0298
Si  0.0192  -0.0184  0.0555
Si  0.0187  0.036  0.0508
Si  0.0002  -0.0188  0.0384
Si  -0.016  0.0182  0.0681
Si  0.0055  0.0192  0.0319
Si  0.0168  0.025  0.1056
Si  0.0483  0.0233  -0.0279
Si  0.0334  0.0887  0.0197
Si  0.048  -0.0369  0.0544
Si  0.0274  0.0072  0.0503
Si  0.0709  0.0241  0.0308
Si  -0.066  -0.0447  0.0035
Si  -0.0266  -0.1023  -0.0048
Si  0.0084  0.0406  0.0425
Si  -0.0369  0.0066  0.052
Si  0.069  0.0023  -0.0194
Si  -0.0014  -0.0902  0.0399
Si  0.0379  0.0484  0.0321
Si  -0.0696  0.0465  0.0394
Si  0.0005  -0.0303  0.0355
Si  0.0184  0.0136  0.0072
Si  -0.0345  0.0918  -0.0425
Si  0.048  0.0175  0.0194
Si  -0.0531  0.0676  0.024
Si  -0.0783  -0.0046  -0.047
Si  -0.0408  -0.0428  0.0016
Si  0.1  0.0333  0.0236
Si  0.0143  0.0336  -0.0302
Si  -0.0757  0.0087  0.0418
Si  -0.0139  -0.0234  0.0531
Si  0.0133  -0.0609  -0.0127
Si  -0.0466  -0.0392  -0.0418
Si  0.0096  0.0991  -0.013
Si  0.0211  -0.0158  0.0428
Si  0.0288  -0.06  0.0607
Si  0.1187  0.0066  0.0316
Si  -0.016  -0.062  0.1219
Si  -0.0448  -0.0583  -0.0701
Si  -0.0177  0.0311  0.0382
Si  0.0317  0.037  0.0547
Si  -0.0506  -0.0294  0.0562
Si  -0.0721  -0.0457  -0.0246
Si  0.0609  0.0628  0.0608
Si  0.0569  -0.0713  0.0288
Si  -0.1218  0.0006  0.0213
Si  -0.0598  0.092  0.0139
Si  -0.0536  0.0412  0.0636
Si  -0.0608  -0.0417  -0.0033
Si  0.02  0.0101  0.147
Si  -0.0224  0.0169  0.1084
Si  0.0264  0.0297  -0.0137
Si  -0.0063  -0.0258  0.0117
Si  0.1226  -0.06  0.1175
Si  -0.084  0.0166  0.1013
Si  -0.0284  0.0342  -0.0652
Si  0.0189  -0.0195  0.1061
Si  0.0369  -0.0711  -0.0086
Si  0.2112  -0.1421  -0.054
Si  0.063  -0.045  0.0067
Si  -0.0285  -0.0347  0.0694
Si  -0.0309  -0.0066  -0.0281
Si  0.0726  0.0399  -0.0385
Si  0.0657  -0.0471  0.0863
Si  -0.0958  0.0786  0.0772
Si  -0.0825  0.0012  -0.0109
Si  0.1334  0.0225  -0.0218
Si  0.0223  -0.0678  0.0796
Si  -0.1004  0.0705  0.0281
Si  -0.0364  -0.0189  0.0591
Si  0.0505  -0.0091  0.0318
Si  -0.0263  -0.0785  0.0496
Si  0.0751  0.0249  0.1053
Si  0.0885  -0.1567  -0.0014
Si  0.0461  -0.0285  0.1635
Si  0.0258  0.0045  0.0534
Si  -0.2219  0.0871  -0.1168
Si  -0.0307  -0.0196  0.1049
Si  0.0059  0.0525  0.067
Si  0.0876  -0.0741  -0.2651
Si  -0.012  0.1364  -0.0765
Si  -0.0798  0.159  0.0349
Si  -0.1102  0.1574  -0.1472
Si  -0.1213  0.173  -0.139
Si  -0.1278  0.0826  0.0191
Si  0.0598  0.0864  -0.0213
Si  -0.0785  0.0417  -0.083
Si  0.1055  -0.0799  -0.1391
Si  0.0086  0  -0.0193
Si  0.1282  -0.128  -0.2955
Si  -0.1632  0.0804  -0.0856
Si  -0.0229  0.0658  -0.0061
Si  -0.0641  -0.0257  0.0229
Si  0.0587  -0.0524  -0.1527
Si  0.0672  -0.1443  -0.2245
Si  0.0111  0.0276  -0.2746
Si  0.0422  -0.0442  0.0022
Si  -0.0097  0.001  0.0305
Si  -0.0769  -0.0217  -0.1507
Si  -0.0123  -0.0293  -0.2572
Si  0.0101  -0.0026  -0.0023
Si  0.0375  -0.1132  0.1513
Si  -0.0064  -0.0556  -0.0341
Si  -0.0664  0.0457  -0.1563
Si  0.0335  0.0296  -0.2616
Si  0.0245  -0.0186  0.0566
Si  0.0837  -0.0425  0.0021
Si  -0.21  0.0889  0.203
Si  0.1251  -0.0728  0.2165
Si  -0.1381  -0.1256  0.1874
Si  -0.0473  0.1066  0.2357
Si  0.1083  0.2916  0.2916
Si  0.0398  -0.0126  0.2797
Si  0.0829  -0.1977  0.1982
Si  0.0925  -0.1764  0.1534
Si  -0.0728  -0.0151  0.1671
Si  -0.028  0.0751  0.2072
Si  -0.0427  -0.2823  0.1524
Si  0.2996  -0.0494  0.3529
Si  0.1574  0.0577  0.2821
Si  0.0373  0.0101  0.159
Si  0.0892  -0.0945  0.2203
Si  0.0746  0.0747  0.2132
Si  -0.0404  0.0323  0.1474
Si  0.0166  0.0043  0.3984
Si  0.0816  0.0668  0.1954
Si  -0.0536  0.2045  0.425
Si  -0.109  -0.0805  0.2164
Si  0.0944  -0.1473  0.1997
Si  -0.0199  -0.0659  0.1459
Si  -0.142  0.0226  0.1581
Si  0.0537  -0.1244  0.2796
Si  -0.0535  0.0699  0.196
Si  -0.0781  0.0328  0.3164
Si  0.0519  0.0251  0.3097
Si  0.0462  -0.1057  0.3704
Si  -0.1533  -0.1082  0.1775
Si  0.0283  0.1807  0.2341
Si  0.1405  -0.1048  0.3517
Si  0.1717  -0.0522  0.361
Si  -0.1863  -0.0203  0.2096
Si  -0.0382  0.1229  0.0741
Si  -0.0569  -0.0873  0.2212
Si  0.0572  -0.0279  -0.0935
Si  0.2988  -0.1106  0.058
Si  -0.1124  0.3012  -0.1471
Si  0.0872  -0.1395  -0.3
Si  -0.0229  0.1355  -0.453
Si  -0.1241  0.0049  -0.2813
Si  -0.1188  0.1331  0.0585
Si  -0.0054  0.0395  0.1246
Si  0.0227  0.0973  0.3211
Si  -0.0518  0.119  0.0092
Si  -0.1651  0.0845  -0.4205
Si  -0.019  -0.077  -0.2219
Si  -0.1532  -0.0287  -0.3682
Si  -0.0665  -0.0046  0.2733
Si  0.1119  -0.0729  -0.2133
Si  0.0337  0.0349  -0.1149
Si  0.0147  0.1205  0.0691
Si  0.028  -0.0664  -0.1446
Si  -0.0864  0.0559  0.226
Si  0.1555  0.0353  -0.4845
Si  -0.0332  -0.0201  0.0841
Si  0.0598  0.0142  0.0009
Si  0.1555  0.0287  0.3375
Si  -0.0907  0.1705  0.3417
Si  -0.0964  0.0779  0.309
Si  0.0249  -0.0857  0.0794
Si  0.0099  0.065  0.2384
Si  -0.181  -0.0123  -0.0831
Si  -0.1045  0.0702  -0.058
Si  0.083  -0.2363  0.2392
Si  0.2916  -0.1791  0.1371
Si  -0.2141  -0.011  -0.5008
Si  -0.1803  0.0615  0.0654
Si  -0.0189  -0.0336  0.4512
Si  -0.0068  -0.0608  0.1676
Si  0.3331  0.1155  -0.1842
Si  -0.0597  0.1342  -0.026
Si  0.0571  0.0361  0.4955
Si  0.014  0.1749  -0.0166
Si  -0.1261  0.1428  0.1568
Si  0.0192  0.0752  -0.1654
Si  0  0.0536  0.1205
Si  -0.0068  -0.068  0.3524
Si  -0.2053  0.124  0.333
Si  0.0965  -0.1147  0.4042
Si  0.0451  0.0481  -0.2835
Si  0.0604  -0.0569  -0.0672
Si  -0.0153  -0.0543  0.3628
Si  -0.0934  -0.1115  0.0716
Si  0.0836  -0.173  0.1782
Si  0.0722  -0.005  -0.0656
Si  -0.0054  0.0737  0.1336
Si  -0.108  -0.1132  -0.141
Si  -0.2081  0.1132  0.3408
Si  -0.0017  0.1953  0.1892
Si  0.0003  -0.019  0.2845
Si  -0.0681  -0.0017  0.4109
Si  0.0389  -0.0636  0.2691
Si  -0.0423  0.1296  0.2392
Si  0.0744  0.2788  0.0334
Si  0.0016  0.1486  -0.1547
Si  0.1512  -0.282  0.3434
Si  -0.0173  0.1225  0.0252
Si  -0.0283  0.1477  0.0008
Si  -0.0173  0.006  0.2353
Si  -0.2215  -0.0609  0.3162
Si  -0.1027  0.1876  0.3801
Si  -0.0541  -0.1245  0.0105
Si  0.0603  -0.0294  0.313
Si  -0.024  0.0261  0.2196
Si  0.0354  0.0923  -0.0045
Si  0.2056  -0.0835  -0.2574
Si  0.0021  0.0692  0.3378
Si  -0.0044  -0.0547  0.111
Si  0.0578  -0.1298  0.3742
Si  0.0505  -0.0008  0.0677
Si  -0.0146  -0.1181  0.3229
Si  0.038  -0.0375  0.2448
Si  -0.1649  -0.0809  0.1068
Si  0.1859  -0.0799  0.1407
Si  0.011  0.0462  0.1364
Si  -0.0065  0.0809  0.2727
Si  -0.1654  0.0605  0.5165
Si  0.06  0.0037  0.1633
Si  0.043  -0.1747  0.3278
Si  -0.0257  -0.158  -0.3451
Si  0.317  -0.1144  0.3783
Si  0.0575  -0.0089  0.5008
Si  -0.0495  -0.036  -0.3812
Si  -0.024  -0.0182  0.0992
Si  0.0227  -0.0538  0.1268
Si  -0.0501  0.25  0.3256
Si  0.168  -0.1545  0.3302
Si  0.0663  0.0782  0.5199
Si  0.0888  0.0559  0.2714
Si  -0.1344  0.0788  -0.2697
Si  0.0135  0.1302  -0.0277
Si  -0.2012  0.1387  0.0745
Si  -0.0484  -0.0051  0.0127
Si  0.0185  0.0478  -0.0233
Si  0.0415  0.013  -0.2532
Si  0.0022  0.0582  -0.1104
Si  -0.0782  0.1547  -0.3075
Si  -0.0345  0.0928  -0.3528
Si  0.0338  -0.0027  -0.2017
Si  -0.0907  0.2053  -0.4734
Si  -0.0451  0.2692  0.3712
Si  0.0538  0.0275  0.2217
Si  0.0038  0.0095  0.2487
Si  -0.0487  -0.1305  0.0918
Si  -0.1194  0.0898  0.2068
Si  -0.1046  0.0605  0.2243
Si  -0.091  0.1389  -0.1345
Si  0.0445  0.0222  0.0881
Si  -0.1105  0.2453  0.2925
Si  -0.0767  0.0777  -0.1881
Si  -0.1056  -0.1908  -0.3221
Si  0.0145  0.0217  0.0955
Si  -0.1959  -0.0981  0.2016
Si  0.0714  0.2371  -0.3356
Si  0.0118  -0.2105  -0.1652
Si  -0.0031  0.051  0.2758
Si  -0.0658  0.0629  0.4194
Si  0.1182  -0.1051  0.1224
Si  0.1717  -0.0551  0.2358
Si  -0.0751  0.0368  0.0432
Si  0.0263  -0.225  -0.3331
Si  -0.0502  0.0572  -0.0419
Si  0.0353  0.041  -0.2483
Si  0.1016  0.1281  -0.306
Si  -0.0159  0.0764  -0.1549
Si  0.1646  -0.112  -0.3238
Si  -0.2316  0.1424  -0.3154
Si  -0.1262  0.2214  0.2903
Si  0.0684  -0.0468  -0.1445
Si  -0.135  -0.2809  -0.1643
Si  0.0744  0.0264  -0.3507
Si  0.0262  -0.0371  -0.0247
Si  0.136  0.0539  -0.1904
Si  -0.131  -0.0682  -0.2071
Si  0.0044  0.1262  -0.3225
Si  -0.1582  0.1588  -0.3412
Si  0.0509  -0.1068  -0.5785
Si  -0.0372  0.2422  -0.5234
Si  0.1029  -0.0748  0.2534
Si  -0.0583  0.0319  -0.0136
Si  0.0145  0.0632  -0.2794
Si  -0.0983  0.1632  -0.4822
Si  -0.2695  -0.0333  -0.1998
Si  -0.0514  -0.0627  0.3028
Si  -0.1003  0.0608  -0.3164
Si  -0.0477  -0.1058  -0.1566
Si  0.0753  -0.0077  -0.2128
Si  0.1047  -0.0295  0.0139
Si  -0.0083  0.0089  -0.3936
Si  -0.0808  -0.2015  -0.1447
Si  0.0826  -0.0854  -0.1133
Si  0.0931  0.0707  -0.3168
Si  -0.1158  0.0868  -0.4199
Si  -0.0858  -0.2616  -0.468
Si  0.0494  0.1684  -0.2861
Si  0.0623  0.0287  -0.3262
Si  0.0615  0.2016  -0.4875
Si  0.0586  -0.0624  -0.4308
Si  -0.0195  0.0526  0.1388
Si  -0.126  -0.1547  0.0489
O  0.0676  0.1577  -0.1935
O  0.0727  0.2381  0.6388
O  -0.1597  -0.2566  0.0278
O  0.0343  0.0496  0.2055
O  0.2759  -0.2453  0.2538
O  -0.0759  -0.105  0.5324
O  -0.3188  -0.0714  0.4687
O  0.257  0.187  0.1703
O  0.3028  -0.1023  0.4536
O  -0.2216  0.276  0.3243
O  -0.0225  0.3477  0.5582
O  0.038  -0.0233  -0.0011
O  0.0046  0.0516  0.0426
O  0.1651  -0.0089  0.2224
O  -0.0106  -0.1479  0.3637
O  0.223  -0.2291  0.0953
O  -0.0707  0.0279  0.1199
O  -0.1218  -0.0344  0.3595
O  0.2165  0.2186  0.3483
O  -0.1552  0.1683  -0.0898
O  0.2941  -0.1235  0.8122
O  -0.1228  -0.1065  0.6366
O  0.2841  -0.1345  0.1742
O  0.1364  0.0122  0.5321
O  -0.1675  0.1539  -0.1106
O  0.0445  -0.0606  0.3852
O  -0.0162  0.2563  0.0491
O  0.0185  0.2563  0.2243
O  0.1776  -0.1219  0.2078
O  -0.1337  -0.1025  -0.0195
O  0.0546  -0.1935  0.1219
O  -0.0333  0.2257  -0.009
O  0.0683  0.1244  0.0782
O  -0.1656  0.2065  0.4311
O  -0.0509  0.205  0.1359
O  -0.0321  -0.1581  0.2928
O  0.056  0.2564  0.222
O  -0.1037  -0.1634  0.1901
O  0.1728  0.155  0.2994
O  -0.1263  -0.1839  0.1644
O  -0.0734  0.1242  0.1463
O  0.0914  0.0627  0.233
O  0.0001  0.0272  0.6105
O  0.0922  0.0862  0.43
O  0.1653  -0.2429  0.3756
O  0.2874  -0.007  0.3609
O  0.0559  -0.0687  -0.2164
O  0.284  0.0732  0.1713
O  -0.0999  -0.0815  0.6358
O  -0.1735  0.1466  0.0016
O  -0.2058  -0.239  0.2626
O  0.1766  0.4479  0.2206
O  0.0093  0.0471  0.127
O  0.1239  -0.2065  -0.1014
O  0.2218  0.0161  0.3521
O  -0.0251  -0.1421  0.103
O  0.1747  0.3306  0.3834
O  -0.2672  0.0418  -0.1004
O  0.1473  -0.1454  0.3523
O  0.1057  0.2974  0.3314
O  -0.0579  -0.0025  -0.0582
O  0.0449  -0.0238  0.2112
O  0.1626  -0.2138  0.4739
O  0.3265  -0.1257  0.3208
O  0.0665  0.1442  0.3224
O  0.1291  0.1446  0.4406
O  -0.0545  -0.0174  0.2967
O  0.1739  0.0692  0.3697
O  -0.1145  -0.2696  -0.141
O  0.1309  -0.2559  -0.1099
O  0.1778  0.0657  -0.4385
O  0.2748  -0.2122  -0.1795
O  -0.1123  0.1149  -0.4998
O  0.1506  -0.0596  0.0104
O  0.1195  -0.0829  0.2066
O  0.0455  0.1878  -0.2001
O  0.0447  -0.1337  0.1023
O  -0.21  0.1154  -0.2801
O  0.2398  0.2533  -0.1784
O  -0.1278  0.127  -0.2906
O  0.0996  -0.1054  -0.0296
O  -0.0834  0.0903  0.2131
O  0.0298  0.0695  -0.4742
O  0.0357  0.0985  -0.0705
O  0.071  -0.2555  -0.4549
O  -0.1867  -0.1513  -0.0982
O  0.2119  0.3335  0.0988
O  -0.1541  -0.2236  -0.118
O  0.2171  -0.1825  -0.16
O  0.274  -0.386  -0.4156
O  -0.3408  0.0447  -0.2997
O  0.1565  -0.1931  -0.1148
O  -0.1327  0.0858  0.0343
O  0.0494  0.0266  -0.1489
O  -0.251  0.2657  -0.1456
O  -0.2609  -0.1226  -0.2619
O  -0.153  -0.1514  0.0496
O  0.158  -0.0566  -0.2395
O  -0.1319  0.2394  -0.1207
O  -0.1839  0.1343  -0.2389
O  -0.1708  -0.0215  -0.1835
O  -0.2047  -0.0285  -0.2281
O  0.0899  -0.3088  0.0768
O  0.0765  -0.0281  -0.1758
O  -0.021  -0.356  -0.1213
O  -0.0319  -0.136  -0.1902
O  0.002  -0.1691  -0.3991
O  0.1627  0.0682  -0.1904
O  -0.2778  0.0814  -0.3754
O  -0.5194  0.0643  -0.0544
O  0.1241  0.0081  0.0065
O  0.181  0.0229  -0.2353
O  0.2405  -0.0702  -0.1756
O  -0.1786  0.239  -0.2949
O  -0.0849  -0.3896  -0.1125
O  -0.5989  0.4228  -0.2508
O  -0.0496  0.2335  -0.0847
O  -0.0009  0.1377  -0.3031
O  -0.0359  -0.1446  0.1194
O  0.0595  -0.1323  -0.2259
O  -0.1644  0.0162  -0.689
O  0.1114  0.2078  -0.176
O  0.0247  0.1728  -0.0266
O  0.2463  0.0514  -0.67
O  0.1209  -0.0343  0.0288
O  0.1224  0.2516  -0.1324
O  -0.0721  -0.0479  -0.3711
O  -0.0369  0.2666  -0.3275
O  -0.0822  0.2293  -0.0842
O  -0.0019  -0.3066  -0.0622
O  0.2696  -0.1511  -0.1141
O  -0.2157  -0.2916  -0.3312
O  -0.115  -0.0819  0.1847
O  0.3015  -0.1185  -0.229
O  -0.3772  -0.3118  -0.0247
O  -0.4062  0.1499  -0.4197
O  0.0102  -0.338  -0.6168
O  0.0145  0.2682  -0.1447
O  0.1955  -0.1571  -0.0044
O  0.4183  -0.0248  -0.3918
O  -0.1167  0.0054  0.0091
O  -0.0415  0.0049  -0.2153
O  0.1582  0.1458  -0.1389
O  0.0769  -0.0623  -0.3039
O  0.0735  -0.2161  0.1011
O  0.1977  0.0068  -0.4279
O  0.1649  0.1039  0.0636
O  0.1575  -0.1459  0.1872
O  0.018  -0.1691  -0.1338
O  0.0366  0.0562  -0.1731
O  -0.3504  -0.2525  -0.1429
O  0.1845  0.0486  -0.1599
O  -0.1786  -0.0219  -0.2077
O  0.2605  0.034  -0.0342
O  0.0142  0.1722  -0.0517
O  0.2651  -0.099  -0.3953
O  0.0031  -0.2293  -0.0633
O  -0.2615  0.2875  -0.0277
O  0.4039  0.0155  -0.2222
O  -0.0463  0.0623  -0.3213
O  0.0009  -0.0777  -0.1294
O  -0.1441  0.1125  -0.3917
O  0.0361  0.1331  0.0844
O  0.0385  -0.0557  -0.1058
O  -0.1702  -0.0807  -0.2511
O  -0.0307  0.1041  -0.1186
O  0.2598  0.1066  -0.3259
O  0.081  -0.3424  0.1592
O  -0.0895  0.1694  0.2147
O  0.0406  -0.1453  -0.0104
O  -0.2372  -0.0065  0.0933
O  0.0257  -0.1985  0.1403
O  0.1795  0.0534  -0.1446
O  -0.083  -0.1708  0.1203
O  -0.1032  -0.22  -0.2468
O  0.1293  0.1441  -0.0404
O  0.2033  0.043  -0.2272
O  -0.2015  0.064  -0.3715
O  -0.0183  -0.1334  -0.106
O  -0.0436  0.1545  -0.2428
O  -0.1537  0.0465  -0.3712
O  -0.0777  -0.1214  -0.3837
O  -0.1302  -0.0556  0.133
O  -0.1771  0.037  -0.2029
O  0.1977  -0.0862  -0.3597
O  0.0596  -0.0093  0.1521
O  0.1107  0.0562  -0.2918
O  0.2413  -0.3468  -0.1634
O  -0.1921  0.127  -0.3199
O  -0.0015  0.0526  0.1104
O  0.112  -0.1562  -0.0247
O  0.0631  0.0328  -0.086
O  -0.1614  0.0505  0.2476
O  0.0823  0.1516  -0.227
O  0.1417  -0.1695  0.0359
O  0.2273  -0.3039  -0.0163
O  -0.1862  0.0431  0.2027
O  0.0719  -0.0991  -0.2917
O  -0.1289  0.0396  -0.3941
O  -0.0101  0.0803  -0.1574
O  -0.1357  -0.0047  0.109
O  0.0013  -0.2375  -0.2094
O  0.1859  -0.1827  -0.2152
O  0.0262  -0.1311  0.184
O  -0.2476  -0.126  0.072
O  0.111  -0.0553  -0.0711
O  -0.1652  -0.0418  -0.1121
O  0.2004  -0.3541  0.1437
O  -0.0769  -0.0327  0.4082
O  -0.1663  0.062  -0.1286
O  -0.0031  0.0732  0.2908
O  -0.1038  0.0996  0.2094
O  0.1329  0.3096  0.3971
O  0.0047  0.159  -0.362
O  -0.2572  -0.0738  0.2219
O  -0.1004  -0.0982  0.1754
O  0.0635  0.0998  0.2158
O  0.0617  -0.0683  -0.2651
O  -0.1501  0.2213  0.0497
O  0.141  0.0666  0.2849
O  0.1346  0.0117  0.0747
O  0.0729  0.2595  0.1473
O  -0.1772  0.0121  0.012
O  0.2236  -0.0661  -0.107
O  -0.2374  -0.1143  0.0442
O  0.0565  0.2019  -0.2253
O  -0.2333  0.1147  -0.3055
O  -0.0519  -0.0388  -0.1421
O  0.1302  -0.1938  -0.3206
O  -0.0832  -0.2184  0.0338
O  -0.0592  0.3409  0.4295
O  0.0624  0.1804  0.2293
O  0.0014  0.013  -0.1389
O  0.1044  -0.1716  -0.3014
O  0.1431  0.2694  -0.1332
O  -0.0501  -0.4044  0.4755
O  -0.1255  0.1127  0.1635
O  0.1875  0.0529  0.0985
O  0.0008  0.0687  0.1095
O  -0.0081  0.1959  -0.4307
O  0.0109  -0.0828  -0.0345
O  -0.1908  0.248  -0.1301
O  0.1485  -0.1488  -0.0863
O  0.0516  0.0944  0.0926
O  0.1625  0.0677  -0.047
O  0.0801  -0.0474  -0.0851
O  0.06  0.301  0.4216
O  0.2005  0.2534  -0.3094
O  0.2343  -0.2185  0.1893
O  0.0264  0.1509  0.154
O  -0.1198  -0.0969  0.2799
O  0.0827  -0.0121  -0.0083
O  0.1552  0.1305  -0.0404
O  0.1087  0.188  0.1355
O  -0.0039  0.1267  0.2885
O  -0.1613  0.0901  0.1038
O  0.0814  0.3234  0.2288
O  -0.1492  -0.2792  0.1575
O  0.0491  -0.2826  -0.3403
O  -0.214  0.3856  0.1854
O  -0.1073  -0.1805  -0.1504
O  0.0194  -0.0272  -0.0132
O  0.0369  -0.0582  -0.0241
O  -0.1619  -0.2718  -0.2462
O  -0.061  -0.0055  -0.0651
O  0.2673  -0.0057  0.0032
O  -0.1738  0.3398  -0.2854
O  -0.1356  0.1959  -0.0205
O  -0.186  -0.1646  0.1918
O  0.2153  -0.1937  0.0539
O  -0.1693  0.0721  0.2681
O  -0.0191  -0.0902  0.2805
O  0.1355  -0.3369  0.3785
O  -0.1193  -0.2294  0.1379
O  0.2155  -0.138  -0.0255
O  -0.4297  0.1508  0.1666
O  -0.0464  -0.018  -0.035
O  0.0059  -0.2428  0.2313
O  -0.0483  0.1633  0.1025
O  -0.2051  0.2726  0.3341
O  0.1333  0.1701  0.4169
O  0.0131  0.1078  -0.1554
O  -0.1277  0.0084  -0.3674
O  0.1515  -0.229  0.2863
O  -0.2501  0.1635  0.4569
O  -0.1739  0.0068  0.1504
O  0.0081  -0.1217  -0.1139
O  0.1638  -0.0406  -0.1242
O  0.0546  0.1554  -0.0759
O  0.0153  0.2213  -0.2989
O  -0.2012  -0.1363  -0.1849
O  0.0621  -0.1103  0.2572
O  0.0283  0.1254  0.0704
O  -0.0696  -0.1491  0.3027
O  0.1377  -0.1091  -0.3021
O  0.0731  0.0309  -0.1091
O  0.106  0.2227  -0.0987
O  -0.0533  -0.1197  0.2368
O  -0.0494  -0.0172  0.1072
O  0.2068  -0.0525  0.2149
O  0.0319  -0.1149  -0.1918
O  -0.0743  -0.2365  0.1132
O  -0.1291  -0.1415  -0.1126
O  -0.053  -0.0414  0.0694
O  0.1203  0.0634  -0.0501
O  0.1282  0.0387  -0.0655
O  -0.088  -0.0906  0.1838
O  0.1218  0.1215  -0.0433
O  0.3014  -0.0486  -0.0566
O  -0.3146  0.2396  0.0714
O  0.1695  -0.1265  0.2208
O  -0.0398  -0.037  -0.1998
O  -0.2394  0.1877  -0.1504
O  -0.1897  0.0287  0.3627
O  0.1333  -0.0119  -0.1062
O  0.1875  0.0546  -0.1098
O  0.04  0.1451  -0.101
O  0.1314  -0.174  0.1447
O  -0.2131  0.1105  0.3011
O  -0.0154  0.1105  0.4595
O  0.2394  -0.4186  0.3418
O  -0.0085  0.1381  -0.1685
O  0.1345  -0.0601  0.254
O  -0.1416  0.1707  0.1596
O  0.1308  -0.1818  -0.2172
O  0.2217  -0.1493  -0.1459
O  -0.234  0.2925  0.4659
O  0.3622  0.2758  0.1723
O  -0.0949  0.1126  -0.0082
O  -0.2463  -0.3744  0.2978
O  -0.0392  -0.089  -0.3905
O  -0.2123  0.2121  -0.0509
Si  0.0235  -0.0152  -0.0027
Si  0.0109  0.0452  -0.0206
Si  -0.0082  -0.0336  -0.068
Si  -0.0048  -0.0369  -0.0461
Si  -0.005  0.0162  -0.0321
Si  -0.0382  0.038  -0.0177
Si  0.0086  -0.0178  -0.0798
Si  0.0104  -0.0498  -0.0687
Si  -0.0524  0.0158  -0.0472
Si  -0.0611  -0.0077  -0.0392
Si  0.0295  -0.0069  0.0375
Si  0.0427  0.0138  0.0774
Si  0.0165  -0.0312  -0.0216
Si  0.0378  -0.0077  -0.0603
Si  -0.0133  -0.0368  -0.0466
Si  -0.04  -0.0306  0.0148
Si  0.0232  -0.047  0.0163
Si  0.0423  -0.0005  -0.0191
Si  0.0287  0.055  -0.0121
Si  -0.0698  -0.019  -0.0435
Si  0.0047  -0.047  -0.0446
Si  -0.0313  -0.049  -0.0287
Si  -0.0227  0.0458  0.0005
Si  -0.0512  0.0634  -0.0341
Si  0  0.0371  -0.063
Si  0.0032  -0.021  -0.0551
Si  -0.0279  0.0154  -0.0343
Si  -0.0527  0.0243  -0.0693
Si  0.0869  0.0557  0.0358
Si  0.0367  -0.0081  -0.0663
Si  0.0018  -0.0056  -0.0884
Si  -0.0123  -0.0116  -0.043
Si  0.0051  0.0178  0.0062
Si  0.009  -0.0293  0.0281
Si  -0.0095  -0.0473  -0.0379
Si  -0.0089  -0.0374  -0.0076
Si  0.0145  -0.0174  -0.0003
Si  -0.0176  0.0105  0.0271
Si  0.0352  0.0112  -0.0118
Si  -0.0144  0.0752  -0.0058
Si  0.0483  -0.0384  -0.0031
Si  0.0254  -0.0406  -0.016
Si  -0.0202  0.0395  -0.0041
Si  -0.0245  0.0498  -0.0255
Si  0.0751  -0.0361  -0.0152
Si  0.0227  -0.0024  -0.0205
Si  -0.0062  0.0001  0.0262
Si  -0.0494  0.0046  0.0194
Si  -0.0174  -0.0208  0.001
Si  -0.0056  -0.0206  0.0071
Si  0.0179  0.0199  0.0338
Si  -0.0321  0.0071  -0.0189
Si  -0.0338  0.0197  -0.0189
Si  0.0321  -0.068  0.0265
Si  -0.044  0.0471  0.0428
Si  0.0248  0.0189  0.0132
Si  0.0074  0.0339  -0.0205
Si  0.0011  0.0463  -0.0117
Si  0.0122  -0.0234  -0.0198
Si  0.0198  -0.0514  -0.0279
Si  -0.0345  0.0056  -0.0297
Si  0.0199  -0.0073  -0.0133
Si  -0.0001  0.0082  0.0103
Si  -0.0144  0.0433  0.0153
Si  -0.0249  -0.052  0.002
Si  -0.0313  0.0089  -0.0025
Si  -0.0221  0.0238  0.0028
Si  -0.0052  0.0334  -0.0105
Si  0.0372  -0.001  0.0254
Si  0.0031  0.0253  0.0318
Si  -0.0316  0.091  -0.0089
Si  0.0023  0.0064  -0.0176
Si  0.0442  0.0173  -0.0032
Si  -0.0021  -0.0412  0.0061
Si  0.0124  0.0013  -0.0018
Si  0.0258  -0.0064  -0.0045
Si  -0.0083  -0.0157  -0.0023
Si  0.0138  -0.0009  0.0178
Si  -0.0148  -0.0315  0.015
Si  0.0116  -0.0011  0.0047
Si  -0.0216  0.023  -0.0161
Si  -0.0404  -0.0074  0.02
Si  0.0104  -0.0121  -0.0052
Si  0.0013  0.0343  -0.0055
Si  -0.0165  -0.0225  -0.011
Si  -0.0261  0.0002  -0.0099
Si  0.01  -0.021  0.0004
Si  -0.0153  0.0053  -0.0007
Si  0.0036  -0.0171  0.0179
Si  0.0029  0.0007  0.0084
Si  0.0522  -0.0209  0.0026
Si  -0.0025  -0.004  -0.0066
Si  -0.0371  -0.0211  0.0089
Si  -0.0076  -0.0206  -0.0148
Si  0.0015  0.0125  -0.003
Si  -0.0095  -0.0009  0.0101
Si  -0.0272  -0.0307  0.0082
Si  0.037  -0.0145  -0.0014
Si  0.0309  0.0245  0.0011
Si  -0.029  -0.0279  0.0072
Si  -0.028  0.0131  0.0106
Si  0.0114  0.0056  0.0079
Si  0.031  0.0224  -0.015
Si  -0.0196  -0.0298  -0.0002
Si  -0.0186  -0.0292  -0.004
Si  -0.0074  0.0172  -0.0019
Si  0.0295  -0.0114  0.0133
Si  0.0154  -0.0285  -0.0114
Si  -0.0084  -0.0029  0.0028
Si  -0.0043  0.0061  0.019
Si  0.0083  0.0103  0.0021
Si  -0.0152  0.0229  0.0046
Si  -0.0025  0.007  -0.0014
Si  0.0017  0.0043  0.0047
Si  0.0128  0.0241  -0.0068
Si  -0.0086  0.0182  -0.0115
Si  0.0206  -0.0151  0.0047
Si  0.0212  0.0043  -0.003
Si  0.0032  0.0101  0.0204
Si  0.0033  -0.0112  0.0036
Si  0.0097  -0.0092  0.0141
Si  0.0187  -0.006  -0.0091
Si  -0.0124  0.0221  0.0062
Si  -0.0258  0.0041  -0.001
Si  0.0058  -0.0079  0.0096
Si  0.0099  -0.0003  0.0002
Si  -0.0265  0.0353  0.0018
Si  -0.0086  0.001  0.0017
Si  0.0003  0.0285  -0.0058
Si  0.0072  0.0379  -0.0017
Si  0.0002  -0.0154  -0.0027
Si  -0.006  0.0048  -0.0035
Si  0.0111  0.0004  -0.0101
Si  -0.0137  -0.0137  -0.0045
Si  -0.0266  0.0045  0.002
Si  -0.0015  0.0104  -0.0125
Si  0.0064  -0.0098  0.0014
Si  -0.0058  -0.0135  -0.0025
Si  0.0055  0.0006  0.0101
Si  0.0102  0.0156  -0.0059
Si  0.0079  0.0341  0.004
Si  0.0191  -0.0057  0.0048
Si  -0.0269  -0.003  0.0037
Si  -0.0147  0.0298  0.0145
Si  0.0195  -0.0094  -0.0001
Si  0.0164  -0.0089  -0.0011
Si  0.015  -0.0019  0.0015
Si  0.0105  -0.0002  0.006
Si  0.0101  0.0004  0.0076
Si  0.0143  -0.0134  0.0045
Si  -0.0156  -0.0136  0.0005
Si  -0.0131  -0.0206  0.0024
Si  -0.0236  0.003  0.0051
Si  -0.0169  0.0091  0.0018
Si  -0.007  -0.0063  -0.0029
Si  -0.0097  -0.0149  0.0035
Si  -0.0109  -0.0223  -0.0002
Si  -0.0251  -0.0214  0.0022
Si  0.0069  -0.0076  -0.0038
Si  0.0049  -0.0103  0.0015
Si  0.0092  0.0005  0.0064
Si  -0.0088  0.0021  0.0051
Si  0.0201  -0.0061  0.0026
Si  0.0183  -0.0065  -0.0016
Si  0.0077  0.0002  0.0047
Si  -0.0082  -0.0178  -0.0064
Si  -0.004  0.0004  0.0072
Si  -0.0059  -0.0078  0.0045
Si  0.0037  -0.0117  0.0022
Si  0.0031  -0.0067  0.0024
Si  0.0022  -0.0079  -0.0008
Si  0.0117  -0.0009  -0.0004
Si  -0.0098  -0.0139  0.0041
Si  -0.0068  -0.0018  0.0014
Si  -0.0034  -0.0048  0.0011
Si  -0.0222  -0.0004  -0.0014
Si  0.0108  0.0029  -0.0051
Si  0.002  0.0022  -0.0031
Si  0.0051  -0.0053  -0.0046
Si  0.0283  -0.0028  -0.0013
Si  -0.0027  -0.0058  0.0081
Si  -0.0066  0.0002  0.0068
Si  -0.0032  0.0081  0
Si  0.0005  0.0042  -0.0005
Si  -0.0131  -0.0026  -0.0047
Si  -0.0102  0.0091  -0.0038
Si  0.0112  0.0183  -0.0008
Si  0.0068  0.0145  0.0001
Si  0.0073  0.0066  0.0028
Si  -0.0025  0.0073  0.001
Si  0.0122  0.016  0.0005
Si  0.0162  0.0067  0.0014
Si  0.0061  0.0087  0.0025
Si  0.0023  0.0042  -0.0059
Si  -0.0038  0.0081  0.0015
Si  0.0022  0.0171  0.002
Si  0.0112  0.0049  0.0004
Si  0.0067  -0.0006  -0.0001
Si  -0.0079  0.0054  -0.0039
Si  -0.0074  0.0145  -0.0079
Si  -0.0036  0.0198  0.0049
Si  0.0017  0.0202  -0.0003
Si  -0.0003  0.0071  0.0037
Si  0.0013  -0.0037  -0.0014
Si  -0.008  -0.0091  -0.0036
Si  -0.0087  -0.0008  -0.0031
Si  -0.0112  0.0069  -0.0039
Si  -0.0185  -0.0024  -0.0041
Si  0.0013  0.0082  -0.0052
Si  -0.0002  -0.0037  -0.0036
Si  0.0106  0.0064  -0.0018
Si  0.013  0.0104  -0.0007
Si  -0.0004  0.0173  -0.0048
Si  0.0051  0.0129  0.0023
Si  -0.0075  -0.0024  0.0075
Si  -0.0164  -0.0026  0.0088
Si  -0.0023  -0.0089  0.003
Si  -0.0049  -0.0133  -0.004
Si  0.0128  0.0006  0.0069
Si  0.0056  -0.0039  0.0036
Si  0.0003  -0.0116  0.0032
Si  0.0128  0.0019  0.0075
Si  -0.0246  -0.0055  -0.0052
Si  -0.0011  -0.0123  0.0043
Si  -0.0134  -0.0006  0.0074
Si  -0.0063  0.0012  -0.0044
Si  0.007  -0.0157  -0.0042
Si  -0.006  -0.0133  0.0045
Si  0.0048  -0.0185  -0.0025
Si  -0.0008  -0.0251  0.0048
Si  0.0051  0.0025  0.001
Si  -0.0045  -0.0133  -0.0005
Si  0.0129  -0.0134  0.0035
Si  -0.0028  -0.0089  -0.0008
Si  0.0128  -0.0047  0.0008
Si  -0.0006  -0.0026  0.0044
Si  0.0048  0.0005  -0.0033
Si  0.0188  0.0035  -0.0015
Si  -0.0081  -0.0132  0.0069
Si  -0.0011  -0.0111  -0.0073
Si  0.0125  -0.0122  0.0005
Si  0.0024  -0.0095  -0.0001
Si  -0.006  -0.0191  -0.0049
Si  0.0148  -0.007  0.003
Si  0.0003  -0.0025  -0.005
Si  -0.0111  -0.006  -0.0038
Si  -0.0049  -0.0015  0.0059
Si  -0.0068  -0.0071  -0.0025
Si  0.0105  -0.0002  -0.0083
Si  -0.0154  0.0025  0.0029
Si  -0.011  0.0017  -0.0058
Si  0.0069  0.0055  -0.0044
Si  0.0038  0.0021  0.0053
Si  0.0184  -0.0022  -0.0008
Si  -0.0228  -0.0015  -0.0018
Si  -0.0033  0.0048  0.0001
Si  -0.0122  0.0032  -0.0047
Si  -0.005  0.0033  -0.0045
Si  0.0092  0.0115  0.0078
Si  -0.0031  0.0051  0.0033
Si  0.0067  0.0202  0.0029
Si  -0.002  0.0164  0.0059
Si  0.0149  0.0108  0.0018
Si  0.0082  0.0087  0.0014
Si  0.001  0.0005  -0.0006
Si  -0.0015  0.0075  -0.0047
Si  0.013  0.0007  -0.0095
Si  0.0192  0.0171  -0.0027
Si  0.004  0.0092  -0.0009
Si  0.0096  0.0119  -0.0031
Si  -0.0131  -0.0018  -0.0034
Si  0.0191  0.0003  -0.0068
Si  0.0032  0.0191  0.0025
Si  -0.0152  0.0052  -0.0101
Si  0.0079  0.0034  0.0015
Si  0.0025  0.0038  0.0006
Si  -0.0355  -0.0026  -0.0015
Si  -0.0167  -0.003  -0.0031
Si  0.0147  0.0135  -0.006
Si  -0.0336  0.0051  0.0001
Si  0.0027  -0.0089  -0.0039
Si  -0.0142  0.0023  -0.0097
Si  0.0081  0.0174  -0.0071
Si  0.0046  0.0266  -0.005
Si  -0.0177  -0.0054  -0.0007
Si  0.0012  0.0063  -0.001
Si  -0.0042  -0.0031  -0.0021
Si  0.0015  0.0116  0.0017
